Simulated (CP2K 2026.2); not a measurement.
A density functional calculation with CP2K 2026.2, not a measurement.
Periodic cell of 1144 atoms, Si864O280, from a study of silicon, its oxide and their interface. The atomic structure is a simulated model.
Doubt: the forces sum to 3.90 eV/angstrom along one axis rather than to zero, so they err by at least 0.0034 eV/angstrom per atom on average; the grid cutoff is modest.

Settings: functional PBE; method Gaussian and plane waves; basis set DZVP-MOLOPT-SR-GTH; pseudopotentials GTH-PBE; grid cutoff 350 Ry, relative cutoff 50 Ry; k points Gamma only; occupations fixed; spin none; net charge 0.

Cell vectors (angstrom)
a, 32.64, 0, 0
b, 0, 16.32, 0
c, 1.4921, 3.5455, 38.7309

Atoms: element, x, y, z (angstrom)
Si, 0.2865, 15.9868, 0.5778
Si, 4.0511, 4.349, 37.6343
Si, 30.8829, 4.5942, 1.3057
Si, 1.1843, 6.9498, 1.2937
Si, 31.2329, 10.2091, 1.5363
Si, 1.9262, 13.4674, 0.7994
Si, 5.8652, 18.409, 38.5813
Si, 6.8227, 2.2811, 0.6627
Si, 5.4318, 6.8954, 38.5746
Si, 6.1004, 6.8127, 1.777
Si, 4.596, 8.7614, 1.6173
Si, 7.3536, 11.4325, 1.4792
Si, 9.4098, 14.3889, 0.7834
Si, 15.2382, 3.935, 38.2024
Si, 13.7025, 11.3565, 38.5717
Si, 11.5675, 4.9471, 0.0314
Si, 8.8668, 9.5892, 1.723
Si, 12.1473, 12.7086, 1.1713
Si, 15.2438, 14.7024, 1.3503
Si, 18.108, 0.753, 1.5585
Si, 14.0067, 3.1019, 1.0617
Si, 17.2151, 6.9482, 0.8713
Si, 15.5379, 9.5896, 1.3652
Si, 24.0472, 13.025, 34.9588
Si, 20.0803, 15.4724, 1.5487
Si, 23.771, 0.9715, 1.5196
Si, 21.915, 7.0632, 38.6046
Si, 22.2544, 6.0288, 0.4201
Si, 20.1507, 10.1138, 1.4328
Si, 23.3306, 12.101, 1.4234
Si, 25.5621, 15.6353, 1.5181
Si, 27.973, 1.8031, 1.3316
Si, 26.4123, 3.6256, 1.5175
Si, 29.2559, 6.4275, 1.2215
Si, 25.2316, 9.5322, 1.4701
Si, 29.6442, 12.051, 1.2386
Si, 32.0974, 15.7171, 2.7498
Si, 3.3223, 3.4142, 2.7784
Si, 32.59, 5.5057, 2.6605
Si, 2.6504, 8.1007, 2.7618
Si, 0.1476, 11.0956, 3.1137
Si, 1.8517, 12.7806, 2.9543
Si, 5.642, 16.2954, 2.3232
Si, 8.5382, 3.3132, 2.8435
Si, 5.0604, 5.1613, 3.0874
Si, 7.8431, 7.9254, 2.9797
Si, 5.4549, 10.6624, 2.6815
Si, 8.1242, 13.4196, 2.5282
Si, 11.4821, 0.7134, 2.9234
Si, 13.1897, 2.3234, 3.0979
Si, 10.3417, 4.9146, 2.9345
Si, 13.1442, 8.2877, 2.7233
Si, 10.6283, 10.6767, 2.8156
Si, 13.6432, 13.6431, 2.6866
Si, 16.3942, 16.1463, 2.8127
Si, 19.0585, 2.609, 2.5753
Si, 15.8546, 4.4715, 2.0258
Si, 19.2483, 8.3355, 2.7281
Si, 16.6891, 10.9974, 2.7783
Si, 19.2689, 13.7006, 2.8999
Si, 21.9117, 16.4013, 2.7156
Si, 24.6601, 2.7309, 2.8206
Si, 22.446, 6.1767, 2.7419
Si, 24.1967, 7.9391, 2.9229
Si, 21.8076, 11.0086, 2.8366
Si, 24.5737, 13.7267, 2.59
Si, 27.1957, 16.5221, 2.9114
Si, 29.8639, 2.7574, 2.4697
Si, 27.4303, 5.4803, 2.5794
Si, 30.0935, 8.2949, 2.5762
Si, 27.1123, 10.7176, 2.5922
Si, 30.3328, 13.8639, 2.7651
Si, 31.1945, 1.3027, 3.8668
Si, 1.386, 4.1453, 3.9815
Si, 31.3269, 6.8996, 4.0617
Si, 1.4003, 9.4825, 4.2125
Si, 31.2526, 12.3357, 4.3349
Si, 1.1548, 14.7571, 4.0943
Si, 4.084, 1.3073, 3.7421
Si, 6.7788, 4.0706, 4.2319
Si, 3.8979, 6.7759, 4.3005
Si, 6.6943, 9.4724, 4.2958
Si, 3.9501, 12.0717, 3.9209
Si, 6.7753, 14.8671, 3.8389
Si, 9.5187, 1.4688, 4.0196
Si, 12.0619, 3.9948, 4.2706
Si, 9.405, 6.685, 4.1834
Si, 11.9973, 9.5067, 4.2781
Si, 9.5095, 12.2974, 4.0671
Si, 12.3215, 15.0704, 4.0301
Si, 14.9946, 1.246, 4.1429
Si, 17.5609, 3.967, 3.7872
Si, 14.3691, 6.5882, 3.7831
Si, 17.8709, 9.5844, 4.1979
Si, 15.023, 12.2178, 4.0049
Si, 17.7371, 14.8854, 4.223
Si, 20.5546, 1.4894, 4.031
Si, 23.2498, 4.2397, 3.9545
Si, 20.5994, 6.9438, 4.0351
Si, 23.1028, 9.5655, 4.2016
Si, 20.5798, 12.3663, 4.2698
Si, 23.1837, 14.9606, 4.0816
Si, 25.8798, 1.4526, 4.3437
Si, 28.6482, 4.0889, 4.0466
Si, 25.9497, 6.7815, 3.9968
Si, 28.5454, 9.4472, 3.9752
Si, 25.9021, 12.2799, 3.9521
Si, 28.6206, 14.9899, 4.0053
Si, 29.8991, 16.3744, 5.413
Si, 32.6425, 2.6611, 5.2303
Si, 29.9815, 5.4745, 5.3941
Si, 32.6514, 8.1407, 5.5202
Si, 29.8298, 10.8468, 5.4204
Si, 32.5852, 13.6187, 5.717
Si, 2.6623, 16.2802, 5.1802
Si, 5.4177, 2.5348, 5.3653
Si, 2.5695, 5.4024, 5.588
Si, 5.3133, 8.141, 5.6084
Si, 2.7609, 10.8289, 5.5333
Si, 5.3362, 13.5573, 5.2223
Si, 8.1541, 16.2652, 5.2492
Si, 10.7413, 2.6683, 5.6257
Si, 8.0697, 5.4245, 5.6268
Si, 10.722, 8.0757, 5.5609
Si, 8.1434, 10.9072, 5.4626
Si, 10.9149, 13.6685, 5.3588
Si, 13.6639, 16.2519, 5.5427
Si, 16.3491, 2.7105, 5.3812
Si, 13.41, 5.411, 5.5341
Si, 16.4609, 8.2115, 5.4399
Si, 13.6011, 10.862, 5.3776
Si, 16.3195, 13.5408, 5.5064
Si, 19.1403, 16.392, 5.3995
Si, 21.8539, 2.8813, 5.3727
Si, 19.0255, 5.4611, 5.1518
Si, 21.7817, 8.2344, 5.5812
Si, 19.1763, 10.9637, 5.538
Si, 21.9198, 13.6831, 5.5841
Si, 24.4781, 16.3342, 5.5056
Si, 27.2946, 2.8269, 5.5391
Si, 24.6176, 5.4518, 5.4243
Si, 27.2455, 8.1356, 5.4065
Si, 24.5543, 10.9525, 5.4083
Si, 27.2382, 13.6178, 5.3602
Si, 31.2068, 15.0487, 6.8876
Si, 1.3427, 1.3138, 6.6435
Si, 31.3335, 4.0495, 6.699
Si, 1.2888, 6.7831, 6.94
Si, 31.2522, 9.5355, 6.7961
Si, 1.3803, 12.2064, 6.8816
Si, 4.0275, 14.9496, 6.629
Si, 6.7996, 1.2456, 6.7328
Si, 4.0564, 3.9768, 6.7453
Si, 6.7149, 6.7998, 6.9211
Si, 4.0292, 9.5127, 6.9628
Si, 6.7147, 12.2754, 6.7227
Si, 9.5119, 14.9784, 6.7162
Si, 12.2414, 1.3227, 6.8379
Si, 9.4341, 4.0584, 6.9508
Si, 12.1379, 6.7863, 6.909
Si, 9.4365, 9.5235, 6.8644
Si, 12.2673, 12.2721, 6.7343
Si, 14.9968, 14.9089, 6.883
Si, 17.7275, 1.3887, 6.7674
Si, 14.9537, 4.0807, 6.7426
Si, 17.7595, 6.7642, 6.7249
Si, 14.9549, 9.492, 6.7516
Si, 17.7047, 12.2232, 6.856
Si, 20.4533, 15.0313, 6.8233
Si, 23.1263, 1.4417, 6.7873
Si, 20.3823, 4.1684, 6.67
Si, 23.2059, 6.812, 6.7851
Si, 20.4359, 9.5605, 6.9222
Si, 23.2294, 12.2519, 6.8681
Si, 25.8835, 14.9557, 6.7893
Si, 28.5962, 1.3854, 6.8355
Si, 25.8939, 4.1336, 6.868
Si, 28.5994, 6.7896, 6.786
Si, 25.884, 9.5327, 6.7562
Si, 28.5278, 12.2479, 6.7869
Si, 32.6495, 16.3686, 8.1492
Si, 2.6808, 2.6476, 8.0958
Si, 32.5874, 5.3772, 8.2043
Si, 2.6644, 8.1395, 8.2672
Si, 32.6176, 10.8613, 8.1905
Si, 2.7409, 13.6241, 8.1366
Si, 5.4042, 16.2449, 8.0781
Si, 8.0738, 2.6349, 8.1881
Si, 5.3653, 5.3626, 8.1751
Si, 8.0899, 8.177, 8.2366
Si, 5.4331, 10.9212, 8.1908
Si, 8.1225, 13.6162, 8.0772
Si, 10.861, 16.2874, 8.1599
Si, 13.6124, 2.7215, 8.1449
Si, 10.8169, 5.4216, 8.2661
Si, 13.5874, 8.1632, 8.154
Si, 10.8883, 10.8962, 8.1151
Si, 13.5956, 13.5678, 8.1895
Si, 16.3732, 16.3335, 8.1502
Si, 19.0778, 2.7787, 8.099
Si, 16.3422, 5.4403, 8.0919
Si, 19.0518, 8.1371, 8.1671
Si, 16.3203, 10.838, 8.1588
Si, 19.0718, 13.6389, 8.16
Si, 21.784, 16.4006, 8.1787
Si, 24.5115, 2.7435, 8.1698
Si, 21.7762, 5.4654, 8.0973
Si, 24.5317, 8.1833, 8.1516
Si, 21.83, 10.9133, 8.2204
Si, 24.556, 13.6239, 8.2098
Si, 27.2167, 16.3316, 8.1605
Si, 29.977, 2.7433, 8.1437
Si, 27.2486, 5.4815, 8.2014
Si, 29.926, 8.1579, 8.1674
Si, 27.2006, 10.8871, 8.1658
Si, 29.8723, 13.6121, 8.1738
Si, 31.2888, 17.6328, 20.3858
Si, 1.3676, 4.0864, 20.4252
Si, 31.2681, 6.7999, 20.4184
Si, 1.3578, 9.5348, 20.4168
Si, 31.284, 12.1911, 20.4425
Si, 1.3768, 14.9398, 20.4084
Si, 4.0866, 17.6903, 20.4111
Si, 6.7873, 4.1113, 20.386
Si, 4.0839, 6.8063, 20.4042
Si, 6.7975, 9.556, 20.3978
Si, 4.0714, 12.2526, 20.3961
Si, 6.7958, 14.9915, 20.4135
Si, 9.5047, 17.7176, 20.3849
Si, 12.2391, 4.0918, 20.3652
Si, 9.5097, 6.8246, 20.3818
Si, 12.2267, 9.5542, 20.3662
Si, 9.5059, 12.2815, 20.3915
Si, 12.2255, 14.9745, 20.3774
Si, 14.9591, 17.6944, 20.3657
Si, 17.6879, 4.0701, 20.3555
Si, 14.9599, 6.8059, 20.3649
Si, 17.6911, 9.5061, 20.3759
Si, 14.9645, 12.247, 20.3718
Si, 17.6903, 14.9646, 20.3917
Si, 20.3991, 17.6561, 20.3924
Si, 23.1196, 4.0641, 20.427
Si, 20.3982, 6.7972, 20.3929
Si, 23.1343, 9.5242, 20.416
Si, 20.4148, 12.2324, 20.4004
Si, 23.1209, 14.9201, 20.3998
Si, 25.8124, 17.6477, 20.389
Si, 28.5319, 4.0774, 20.3748
Si, 25.8475, 6.7889, 20.4237
Si, 28.5645, 9.4875, 20.4561
Si, 25.8477, 12.1934, 20.4407
Si, 28.5526, 14.907, 20.4082
Si, 29.9393, 16.2511, 21.7373
Si, 32.6421, 2.6792, 21.7334
Si, 29.8656, 5.443, 21.7425
Si, 32.6364, 8.1702, 21.7668
Si, 29.9448, 10.8133, 21.8353
Si, 32.6799, 13.5498, 21.7666
Si, 2.733, 16.3162, 21.7627
Si, 5.4412, 2.7553, 21.7625
Si, 2.7451, 5.4487, 21.7901
Si, 5.4354, 8.1921, 21.746
Si, 2.7222, 10.9034, 21.775
Si, 5.4265, 13.6159, 21.7525
Si, 8.1418, 16.3853, 21.7674
Si, 10.8646, 2.7631, 21.7336
Si, 8.124, 5.4894, 21.7432
Si, 10.8659, 8.2034, 21.7257
Si, 8.1401, 10.9434, 21.7602
Si, 10.8418, 13.6584, 21.76
Si, 13.5923, 16.3391, 21.7141
Si, 16.3387, 2.7191, 21.7203
Si, 13.5995, 5.4488, 21.7195
Si, 16.3346, 8.1421, 21.7295
Si, 13.5893, 10.907, 21.7263
Si, 16.326, 13.6001, 21.7338
Si, 19.0572, 16.3003, 21.7756
Si, 21.7401, 2.6902, 21.767
Si, 19.0406, 5.4102, 21.7297
Si, 21.7502, 8.1754, 21.7449
Si, 19.0509, 10.8621, 21.7368
Si, 21.7877, 13.5585, 21.7855
Si, 24.4711, 16.2732, 21.7604
Si, 27.1719, 2.7047, 21.7096
Si, 24.5, 5.425, 21.7813
Si, 27.1929, 8.1334, 21.826
Si, 24.4951, 10.8419, 21.8301
Si, 27.2197, 13.5379, 21.7973
Si, 31.3219, 14.898, 23.1012
Si, 1.3871, 17.6818, 23.1176
Si, 31.2058, 4.0186, 23.0081
Si, 1.3773, 6.8428, 23.1027
Si, 31.3044, 9.4498, 23.234
Si, 1.3689, 12.2108, 23.1931
Si, 4.0845, 14.9575, 23.1336
Si, 6.7878, 17.7461, 23.1513
Si, 4.1005, 4.081, 23.166
Si, 6.7704, 6.8522, 23.1279
Si, 4.1019, 9.561, 23.1108
Si, 6.7899, 12.3141, 23.1458
Si, 9.4947, 15.0537, 23.1424
Si, 12.2204, 17.6947, 23.0636
Si, 9.4991, 4.1466, 23.0788
Si, 12.2438, 6.8387, 23.0548
Si, 9.481, 9.5514, 23.0867
Si, 12.2208, 12.2857, 23.0745
Si, 14.9652, 14.9862, 23.0641
Si, 17.6795, 17.6796, 23.1076
Si, 14.9908, 4.0972, 23.0627
Si, 17.6928, 6.7621, 23.0924
Si, 14.9624, 9.5202, 23.0495
Si, 17.6935, 12.2251, 23.0787
Si, 20.4293, 14.921, 23.1325
Si, 23.1017, 17.6338, 23.1082
Si, 20.3686, 4.0522, 23.1247
Si, 23.0998, 6.8053, 23.079
Si, 20.4043, 9.5287, 23.1317
Si, 23.1242, 12.1912, 23.1945
Si, 25.8132, 14.8827, 23.1193
Si, 28.5253, 17.6234, 23.001
Si, 24.4685, 2.6784, 24.4319
Si, 28.5548, 6.7823, 23.1972
Si, 25.8405, 9.4723, 23.2244
Si, 28.5987, 12.1902, 23.181
Si, 32.6612, 16.2927, 24.4285
Si, 2.7453, 2.6963, 24.5235
Si, 32.5861, 5.3948, 24.2653
Si, 2.7369, 8.2421, 24.4784
Si, 32.6867, 10.8116, 24.5964
Si, 2.7377, 13.6075, 24.5207
Si, 5.4076, 16.3659, 24.4839
Si, 8.1823, 2.8025, 24.484
Si, 5.4428, 5.4882, 24.516
Si, 8.1044, 8.2403, 24.4898
Si, 5.4677, 10.9038, 24.4943
Si, 8.0838, 13.7609, 24.5043
Si, 10.8634, 16.4174, 24.5136
Si, 13.6213, 2.718, 24.3547
Si, 10.8152, 5.5701, 24.4073
Si, 13.6571, 8.1325, 24.4163
Si, 10.8672, 10.8993, 24.4014
Si, 13.5533, 13.6972, 24.4119
Si, 16.3463, 16.2883, 24.4502
Si, 18.992, 2.7168, 24.5173
Si, 16.339, 5.42, 24.4783
Si, 19.0539, 8.1227, 24.4337
Si, 16.2989, 10.8858, 24.4006
Si, 19.0912, 13.5146, 24.4635
Si, 21.7635, 16.2921, 24.5116
Si, 25.8707, 4.0496, 23.1365
Si, 21.7551, 5.4418, 24.4114
Si, 24.395, 8.106, 24.5403
Si, 21.7455, 10.8484, 24.573
Si, 24.4778, 13.5597, 24.5596
Si, 27.2277, 16.249, 24.3708
Si, 29.8341, 2.6495, 24.3616
Si, 27.2205, 5.3892, 24.5549
Si, 29.9406, 8.0759, 24.6226
Si, 27.2355, 10.8466, 24.569
Si, 30.0599, 13.4948, 24.5084
Si, 31.2576, 17.6759, 25.6812
Si, 1.2549, 4.0946, 25.6658
Si, 31.3218, 6.5607, 25.8404
Si, 1.4358, 9.5164, 26.0112
Si, 31.3881, 12.1514, 26.0116
Si, 1.3574, 14.9857, 25.8443
Si, 4.067, 17.6253, 25.9336
Si, 6.9058, 4.2077, 25.8648
Si, 3.9995, 6.8158, 25.8324
Si, 6.753, 9.5515, 25.9398
Si, 4.1395, 12.2575, 25.8549
Si, 6.7704, 15.1929, 25.9649
Si, 9.5772, 17.8627, 25.9002
Si, 12.256, 4.1691, 25.5699
Si, 9.4849, 6.9516, 25.8557
Si, 12.2731, 9.501, 25.6959
Si, 9.4761, 12.3127, 25.6774
Si, 12.2216, 15.0385, 25.8518
Si, 14.9344, 17.6518, 25.7457
Si, 17.6203, 4.0577, 25.9233
Si, 15.0339, 6.8157, 25.847
Si, 17.6555, 9.4845, 25.7235
Si, 14.9116, 12.3034, 25.6808
Si, 17.7522, 14.8868, 25.7689
Si, 20.3524, 17.6432, 25.8371
Si, 23.0853, 4.0642, 25.7473
Si, 20.4294, 6.7753, 25.8087
Si, 23.0557, 9.4598, 25.9671
Si, 20.4077, 12.2235, 25.9637
Si, 23.1006, 14.9339, 25.9231
Si, 25.8437, 17.5818, 25.7061
Si, 28.5951, 3.9596, 25.8809
Si, 25.7061, 6.6607, 25.8567
Si, 28.6208, 9.5202, 25.9735
Si, 25.8741, 12.2169, 25.9235
Si, 28.6842, 14.9458, 25.6815
Si, 29.9818, 16.3272, 27.0758
Si, 32.3256, 2.9524, 26.9902
Si, 27.6993, 6.6448, 29.4058
Si, 33.0722, 7.5788, 27.0326
Si, 30.0245, 10.8213, 27.4616
Si, 32.795, 13.5904, 27.2957
Si, 2.5387, 16.3848, 27.33
Si, 5.389, 2.9046, 27.0908
Si, 2.1039, 5.887, 26.9166
Si, 5.3017, 8.1394, 27.2586
Si, 2.842, 10.9815, 27.377
Si, 5.3574, 13.7491, 27.2148
Si, 8.2076, 16.624, 27.3563
Si, 10.9927, 3.004, 27.1181
Si, 8.2317, 5.5826, 27.3225
Si, 10.9201, 8.2983, 27.1892
Si, 8.1846, 11.0237, 27.1495
Si, 10.8165, 13.6172, 27.078
Si, 13.5648, 16.4129, 27.2242
Si, 16.2062, 2.6423, 27.2165
Si, 13.5708, 5.4235, 27.0148
Si, 16.3738, 8.2005, 27.2225
Si, 15.0971, 9.8385, 28.3624
Si, 16.3202, 13.5558, 27.0481
Si, 19.0669, 16.2235, 27.1966
Si, 21.6837, 2.764, 27.0977
Si, 19.025, 5.4885, 27.1839
Si, 21.7305, 8.0298, 27.3647
Si, 19.0231, 10.7139, 27.1591
Si, 21.703, 13.6779, 27.3732
Si, 24.5258, 16.307, 27.1919
Si, 27.1219, 2.6034, 27.1266
Si, 22.8125, 6.309, 28.6657
Si, 27.0953, 8.0886, 27.0486
Si, 24.4233, 10.8853, 27.2603
Si, 27.3987, 13.6239, 27.0757
Si, 31.2182, 14.8677, 28.4442
Si, 33.721, 17.9874, 28.5532
Si, 30.1962, 5.1716, 29.3933
Si, 32.2263, 7.6336, 29.2351
Si, 31.147, 9.7919, 29.3789
Si, 1.9418, 12.7665, 28.6636
Si, 3.5983, 14.609, 28.5849
Si, 7.4694, 18.1393, 29.1311
Si, 3.139, 3.9978, 28.8146
Si, 6.7388, 6.9023, 28.6419
Si, 3.9194, 9.3746, 28.757
Si, 7.0461, 12.6696, 28.4316
Si, 9.3091, 14.8496, 28.3966
Si, 12.6355, 18.2748, 28.4231
Si, 10.2391, 4.871, 28.4301
Si, 12.0131, 6.5464, 28.3516
Si, 10.0336, 10.183, 28.3629
Si, 11.8273, 11.8592, 28.2745
Si, 15.1379, 15.0782, 28.3853
Si, 17.3479, 17.2412, 28.4009
Si, 14.351, 3.6339, 28.323
Si, 18.1933, 7.2808, 28.4738
Si, 13.5615, 10.9354, 26.9895
Si, 17.3992, 11.9091, 28.3259
Si, 20.3859, 15.0761, 28.8542
Si, 23.3766, 18.0417, 28.2946
Si, 20.4855, 4.2527, 28.5411
Si, 24.4161, 5.217, 27.3142
Si, 19.9304, 8.9902, 28.5633
Si, 23.0219, 12.2176, 28.6448
Si, 26.311, 15.2269, 28.3339
Si, 28.4171, 17.4604, 28.4028
Si, 25.2641, 3.2617, 28.4577
Si, 30.5166, 4.6681, 27.1293
Si, 25.8372, 9.5062, 28.4911
Si, 28.9742, 12.6707, 28.5826
Si, 5.9689, 17.3633, 31.6992
Si, 4.5082, 9.638, 37.6892
Si, 30.0879, 18.8084, 30.848
Si, 9.905, 7.9293, 32.9296
Si, 10.9663, 0.5919, 0.6735
Si, 16.1885, 12.8994, 37.3565
Si, 8.0644, 17.0667, 33.8433
Si, 18.522, 11.9021, 1.642
Si, 2.8549, 8.87, 35.4486
Si, 8.3596, 8.9151, 30.4986
Si, 9.819, 3.7508, 30.4143
Si, 6.2906, 12.1714, 38.0626
Si, 14.0332, 7.0266, 35.1538
Si, 18.4378, 2.8173, 30.504
Si, 9.7561, 4.9645, 32.6014
Si, 13.9319, 7.9206, 30.4461
Si, 18.5646, 12.8179, 30.1009
Si, 23.3871, 15.8271, 34.5435
Si, 21.7483, 16.444, 30.4568
Si, 20.9925, 17.1172, 35.016
Si, 28.2594, 19.227, 35.5726
Si, 9.1153, 5.1696, 36.4915
Si, 18.0361, 9.3902, 33.0145
Si, 14.4469, 11.2665, 34.0956
Si, 28.747, 16.368, 34.7327
Si, 25.6453, 6.6132, 33.4605
Si, 18.2353, 10.6721, 36.7414
Si, 2.2226, 7.6619, 30.6928
Si, 25.6625, 18.6057, 31.388
Si, 32.2251, 16.2836, 37.2563
Si, 28.6124, 18.5829, 32.7153
Si, 27.2062, 11.3594, 30.4909
Si, 32.5767, 16.9197, 30.3893
Si, 4.6506, 5.5756, 30.722
Si, 24.4434, 5.3539, 38.2395
Si, 7.1295, 5.5133, 34.265
Si, 8.0789, 9.5559, 34.8402
Si, 29.1915, 3.6961, 38.3003
Si, 31.9632, 19.3173, 37.5028
Si, 6.6302, 13.992, 35.8669
Si, 33.022, 11.6396, 31.0596
Si, 33.6328, 9.1827, 33.0556
Si, 5.6093, 9.869, 31.4419
Si, 10.0486, 14.6948, 33.1822
Si, 11.9115, 6.3079, 37.1747
Si, 5.4781, 8.208, 33.9885
Si, 13.874, 17.7542, 32.2508
Si, 15.5359, 3.4877, 31.0155
Si, 18.9548, 16.4982, 38.6604
Si, 22.6788, 12.1686, 37.5961
Si, 9.848, 19.2218, 34.5936
Si, 16.8932, 7.2955, 31.1829
Si, 14.1914, 13.8445, 35.4541
Si, 8.6935, 10.5407, 37.745
Si, 16.7434, 3.6472, 35.6681
Si, 20.8994, 6.8615, 36.4912
Si, 26.0573, 7.9841, 37.9208
Si, 24.424, 15.903, 31.9513
Si, 16.2158, 9.0324, 35.4547
Si, 13.0564, 13.7673, 30.253
Si, 20.9878, 18.6089, 37.5118
Si, 22.8091, 6.3499, 34.2215
Si, 25.0435, 7.2651, 30.4138
Si, 4.227, 14.9966, 30.8368
Si, 20.9979, 10.8781, 30.5597
Si, 28.6784, 9.0351, 31.1695
Si, 22.1769, 11.2083, 33.4842
Si, 31.6982, 12.374, 36.0411
Si, 32.3739, 13.5198, 33.3615
Si, 27.7405, 9.637, 36.185
Si, 30.5979, 14.9166, 35.0969
Si, 32.7133, 4.9773, 35.469
Si, 2.629, 3.5054, 34.9727
Si, 30.0874, 10.5524, 37.7041
Si, 6.1661, 12.5768, 31.3587
Si, 33.8292, 12.8117, 38.417
Si, 28.4801, 7.9749, 33.9627
Si, 2.4714, 15.1754, 37.4355
Si, 11.4967, 18.3663, 30.543
Si, 3.1458, 16.9625, 35.0146
Si, 26.6247, 14.5097, 35.7459
Si, 33.2121, 7.4367, 36.9846
Si, 9.3834, 14.7396, 37.1489
Si, 10.5033, 15.4409, 30.2871
Si, 5.1222, 3.8011, 33.1156
Si, 13.1059, 14.8625, 32.8944
Si, 8.0735, 12.4791, 33.6806
Si, 20.9044, 8.5544, 34.0768
Si, 10.8956, 12.3815, 38.3165
Si, 12.7162, 8.9632, 33.1725
Si, 15.5475, 17.3594, 34.6254
Si, 10.9902, 17.2285, 36.6035
Si, 19.2174, 4.617, 37.3037
Si, 19.2628, 14.9634, 36.1388
Si, 13.8226, 16.1764, 36.9349
Si, 16.9958, 12.354, 32.6861
Si, 24.3476, 3.9688, 33.4922
Si, 17.5455, 15.3162, 33.6489
Si, 20.3665, 12.0505, 35.5672
Si, 19.4544, 17.3183, 32.5186
Si, 25.1697, 19.3645, 36.1933
Si, 24.7179, 16.4598, 37.2034
Si, 15.9417, 5.3976, 33.3375
Si, 25.0943, 13.4082, 30.6321
Si, 27.7633, 12.294, 37.4177
Si, 31.4777, 7.518, 34.6237
Si, 1.8629, 15.5652, 32.5611
Si, 6.0095, 16.8519, 35.9561
Si, 31.3064, 1.3916, 9.5331
Si, 1.3553, 4.0246, 9.5103
Si, 31.2504, 6.7747, 9.5457
Si, 1.3112, 9.515, 9.5849
Si, 31.2636, 12.255, 9.5177
Si, 1.3589, 14.9727, 9.4927
Si, 4.0552, 1.3063, 9.4626
Si, 6.7401, 4.0285, 9.5371
Si, 4.0453, 6.7504, 9.5567
Si, 6.7608, 9.5528, 9.5721
Si, 4.0726, 12.2739, 9.5356
Si, 6.7767, 14.9409, 9.4852
Si, 9.4993, 1.3266, 9.5233
Si, 12.2449, 4.0607, 9.5357
Si, 9.466, 6.8119, 9.5773
Si, 12.233, 9.5377, 9.506
Si, 9.4973, 12.2539, 9.4611
Si, 12.2226, 14.9373, 9.5236
Si, 14.9799, 1.3614, 9.4977
Si, 17.6919, 4.0943, 9.4799
Si, 14.9756, 6.7926, 9.4802
Si, 17.6788, 9.4884, 9.5217
Si, 14.9675, 12.2097, 9.5253
Si, 17.712, 14.9802, 9.5283
Si, 20.4068, 1.4208, 9.5151
Si, 23.1191, 4.1004, 9.4941
Si, 20.437, 6.7985, 9.5091
Si, 23.1694, 9.5192, 9.5429
Si, 20.4288, 12.2746, 9.5284
Si, 23.1487, 14.9998, 9.5159
Si, 25.8537, 1.3647, 9.5251
Si, 28.5983, 4.0829, 9.5237
Si, 25.8729, 6.8329, 9.5388
Si, 28.5667, 9.5246, 9.5225
Si, 25.8715, 12.2384, 9.5631
Si, 28.5418, 14.9673, 9.5469
Si, 29.9325, 16.3292, 10.8735
Si, 32.6482, 2.7158, 10.9173
Si, 29.9119, 5.433, 10.9233
Si, 32.609, 8.1318, 10.9155
Si, 29.9213, 10.8845, 10.8857
Si, 32.6368, 13.6123, 10.8634
Si, 2.7124, 16.3073, 10.8742
Si, 5.385, 2.6709, 10.8737
Si, 2.6862, 5.3973, 10.898
Si, 5.405, 8.1486, 10.8923
Si, 2.7017, 10.8983, 10.8872
Si, 5.4411, 13.6066, 10.8921
Si, 8.131, 16.2969, 10.8693
Si, 10.8675, 2.6991, 10.8748
Si, 8.1086, 5.414, 10.8899
Si, 10.8716, 8.1758, 10.88
Si, 8.1636, 10.9041, 10.8782
Si, 10.8516, 13.5874, 10.8671
Si, 13.6031, 16.3179, 10.8536
Si, 16.335, 2.7299, 10.8539
Si, 13.613, 5.4407, 10.8621
Si, 16.315, 8.1424, 10.8767
Si, 13.595, 10.8728, 10.8866
Si, 16.3322, 13.6006, 10.8609
Si, 19.0615, 16.3528, 10.8756
Si, 21.7755, 2.751, 10.8818
Si, 19.0544, 5.4438, 10.8569
Si, 21.7858, 8.1592, 10.8794
Si, 19.0549, 10.8799, 10.8552
Si, 21.7868, 13.6329, 10.8827
Si, 24.4985, 16.3345, 10.8969
Si, 27.2233, 2.7212, 10.8757
Si, 24.49, 5.4532, 10.8636
Si, 27.2173, 8.1795, 10.9075
Si, 24.5037, 10.8833, 10.9109
Si, 27.211, 13.6047, 10.9204
Si, 31.2823, 14.9635, 12.2386
Si, 1.3634, 1.3433, 12.256
Si, 31.2827, 4.0748, 12.2709
Si, 1.3422, 6.7756, 12.2589
Si, 31.2617, 9.5132, 12.2578
Si, 1.3434, 12.2527, 12.2438
Si, 4.0727, 14.9609, 12.2443
Si, 6.7773, 1.3433, 12.231
Si, 4.0556, 4.0484, 12.2498
Si, 6.7719, 6.7943, 12.25
Si, 4.0526, 9.5206, 12.2441
Si, 6.7979, 12.2463, 12.2466
Si, 9.5007, 14.9504, 12.232
Si, 12.2408, 1.3498, 12.2264
Si, 9.5051, 4.0711, 12.2289
Si, 12.2428, 6.8043, 12.219
Si, 9.5151, 9.5357, 12.2395
Si, 12.2267, 12.2404, 12.2303
Si, 14.9634, 14.9593, 12.2175
Si, 17.6839, 1.3728, 12.2297
Si, 14.9728, 4.0829, 12.2229
Si, 17.693, 6.7952, 12.228
Si, 14.9595, 9.5111, 12.2353
Si, 17.6931, 12.2391, 12.2204
Si, 20.4173, 14.9836, 12.2367
Si, 23.1292, 1.3765, 12.2409
Si, 20.4037, 4.0928, 12.2376
Si, 23.1365, 6.7993, 12.2435
Si, 20.4143, 9.5235, 12.2256
Si, 23.13, 12.2518, 12.2456
Si, 25.8434, 14.9643, 12.2636
Si, 28.5706, 1.3572, 12.2469
Si, 25.8484, 4.0824, 12.2275
Si, 28.5541, 6.8, 12.2692
Si, 25.8565, 9.526, 12.2704
Si, 28.5725, 12.2381, 12.2612
Si, 32.6374, 16.3112, 13.6127
Si, 2.7066, 2.7062, 13.6234
Si, 32.6327, 5.4307, 13.6329
Si, 2.7021, 8.153, 13.6048
Si, 32.6319, 10.8771, 13.6025
Si, 2.7111, 13.602, 13.6044
Si, 5.4288, 16.3169, 13.6071
Si, 8.1424, 2.7132, 13.586
Si, 5.4157, 5.4273, 13.6006
Si, 8.1477, 8.1658, 13.5889
Si, 5.4286, 10.8791, 13.5935
Si, 8.1514, 13.6037, 13.6078
Si, 10.8718, 16.3155, 13.5827
Si, 13.6014, 2.7225, 13.5777
Si, 10.873, 5.4436, 13.5755
Si, 13.5964, 8.1579, 13.5923
Si, 10.8752, 10.8874, 13.6023
Si, 13.5973, 13.6047, 13.5805
Si, 16.3218, 16.3215, 13.5805
Si, 19.0461, 2.7245, 13.592
Si, 16.3305, 5.4389, 13.5895
Si, 19.0508, 8.1632, 13.5868
Si, 16.3279, 10.8816, 13.5829
Si, 19.0523, 13.604, 13.5816
Si, 21.774, 16.3319, 13.6031
Si, 24.4937, 2.7254, 13.6014
Si, 21.767, 5.4447, 13.5995
Si, 24.4904, 8.1559, 13.611
Si, 21.7693, 10.881, 13.5961
Si, 24.4864, 13.5994, 13.6171
Si, 27.2111, 16.3191, 13.6148
Si, 29.921, 2.709, 13.622
Si, 27.1943, 5.4315, 13.6141
Si, 29.9137, 8.1553, 13.6266
Si, 27.2125, 10.884, 13.6239
Si, 29.9303, 13.6012, 13.6096
Si, 31.2796, 17.6662, 14.9819
Si, 1.3517, 4.0688, 14.9844
Si, 31.2739, 6.794, 14.984
Si, 1.3472, 9.515, 14.9663
Si, 31.2783, 12.232, 14.9692
Si, 1.357, 14.9562, 14.9735
Si, 4.0765, 17.6762, 14.9715
Si, 6.791, 4.0795, 14.9536
Si, 4.0644, 6.7946, 14.9633
Si, 6.789, 9.5247, 14.9547
Si, 4.0717, 12.2385, 14.9593
Si, 6.7924, 14.9639, 14.9636
Si, 9.5117, 17.681, 14.9422
Si, 12.2364, 4.0853, 14.9353
Si, 9.5164, 6.8083, 14.9413
Si, 12.2386, 9.5235, 14.9509
Si, 9.5145, 12.2476, 14.9611
Si, 12.2367, 14.9636, 14.944
Si, 14.9595, 17.6817, 14.9401
Si, 17.688, 4.0804, 14.9523
Si, 14.9631, 6.8004, 14.9438
Si, 17.6882, 9.5233, 14.9461
Si, 14.9619, 12.2435, 14.9396
Si, 17.6831, 14.9578, 14.9402
Si, 20.4026, 17.6829, 14.9546
Si, 23.1231, 4.078, 14.9581
Si, 20.4079, 6.8048, 14.9565
Si, 23.128, 9.5183, 14.9626
Si, 20.4076, 12.2422, 14.9511
Si, 23.1247, 14.9622, 14.9661
Si, 25.8442, 17.6764, 14.9694
Si, 28.5567, 4.0709, 14.9769
Si, 25.8392, 6.7915, 14.9751
Si, 28.5583, 9.5147, 14.9821
Si, 25.8463, 12.2368, 14.9774
Si, 28.5651, 14.9501, 14.975
Si, 29.9217, 16.3015, 16.3426
Si, 32.6365, 2.7078, 16.3434
Si, 29.9177, 5.4285, 16.34
Si, 32.6334, 8.1565, 16.3369
Si, 29.921, 10.871, 16.3346
Si, 32.6384, 13.5879, 16.3257
Si, 2.718, 16.3199, 16.3295
Si, 5.4335, 2.7258, 16.3208
Si, 2.7084, 5.4407, 16.3333
Si, 5.4285, 8.1637, 16.3135
Si, 2.713, 10.8754, 16.3209
Si, 5.4316, 13.6035, 16.3172
Si, 8.1534, 16.3319, 16.3132
Si, 10.8729, 2.7284, 16.2969
Si, 8.1533, 5.4522, 16.3031
Si, 10.8716, 8.1708, 16.3078
Si, 8.1464, 10.8917, 16.3142
Si, 10.8746, 13.6147, 16.3115
Si, 13.5979, 16.3249, 16.3027
Si, 16.322, 2.7181, 16.3012
Si, 13.5941, 5.4467, 16.2989
Si, 16.3227, 8.1633, 16.301
Si, 13.6005, 10.8879, 16.3035
Si, 16.3233, 13.6, 16.3057
Si, 19.0433, 16.3126, 16.3044
Si, 21.7645, 2.7142, 16.3161
Si, 19.051, 5.4365, 16.3122
Si, 21.7699, 8.1572, 16.323
Si, 19.0491, 10.8806, 16.3117
Si, 21.7684, 13.5942, 16.3192
Si, 24.4874, 16.3094, 16.3311
Si, 27.1982, 2.7091, 16.3384
Si, 24.4735, 5.434, 16.3279
Si, 27.1985, 8.1519, 16.3333
Si, 24.4904, 10.8681, 16.3312
Si, 27.2094, 13.5855, 16.3394
Si, 31.2771, 14.9267, 17.6973
Si, 1.3639, 17.6725, 17.6981
Si, 31.2801, 4.07, 17.7027
Si, 1.3514, 6.7994, 17.6991
Si, 31.2743, 9.5121, 17.6974
Si, 1.3571, 12.2342, 17.6847
Si, 4.0838, 14.9669, 17.6823
Si, 6.7963, 17.6929, 17.6767
Si, 4.0728, 4.082, 17.6831
Si, 6.7973, 6.8158, 17.67
Si, 4.0706, 9.5183, 17.6833
Si, 6.7903, 12.2536, 17.6802
Si, 9.5125, 14.977, 17.6721
Si, 12.232, 17.6879, 17.657
Si, 9.5154, 4.0945, 17.6591
Si, 12.2354, 6.8114, 17.6618
Si, 9.5126, 9.5385, 17.6673
Si, 12.2383, 12.2534, 17.6603
Si, 14.9607, 14.9646, 17.6632
Si, 17.6825, 17.6743, 17.6586
Si, 14.9583, 4.0845, 17.6502
Si, 17.6827, 6.799, 17.6572
Si, 14.962, 9.5261, 17.6598
Si, 17.687, 12.2406, 17.6703
Si, 20.4004, 14.9508, 17.6705
Si, 23.1125, 17.6644, 17.6793
Si, 20.4132, 4.0771, 17.6781
Si, 23.1243, 6.7962, 17.6942
Si, 20.4117, 9.5207, 17.676
Si, 23.1313, 12.2325, 17.6816
Si, 25.8435, 14.9395, 17.6935
Si, 28.558, 17.6627, 17.6971
Si, 25.8235, 4.0672, 17.6863
Si, 28.5574, 6.7947, 17.6901
Si, 25.8452, 9.5054, 17.7011
Si, 28.5589, 12.2124, 17.7041
Si, 32.6507, 16.2855, 19.0377
Si, 2.7189, 2.7266, 19.0556
Si, 32.6365, 5.4372, 19.0651
Si, 2.7115, 8.1636, 19.0563
Si, 32.6396, 10.8726, 19.0471
Si, 2.724, 13.6014, 19.0298
Si, 5.4398, 16.3362, 19.0414
Si, 8.1493, 2.7491, 19.0252
Si, 5.431, 5.4582, 19.0249
Si, 8.1514, 8.1879, 19.0306
Si, 5.4279, 10.8911, 19.0349
Si, 8.1436, 13.6302, 19.0354
Si, 10.867, 16.3444, 19.0286
Si, 13.597, 2.7296, 19.0071
Si, 10.8704, 5.4574, 19.0214
Si, 13.5936, 8.1769, 19.0193
Si, 10.8641, 10.9148, 19.0221
Si, 13.5943, 13.6102, 19.0229
Si, 16.3254, 16.3206, 19.0247
Si, 19.0511, 2.7012, 19.0181
Si, 16.3194, 5.4392, 19.0102
Si, 19.0466, 8.1503, 19.0177
Si, 16.3259, 10.8769, 19.0239
Si, 19.0488, 13.5951, 19.0387
Si, 21.7623, 16.2935, 19.0402
Si, 24.4597, 2.7035, 19.0435
Si, 21.7698, 5.4308, 19.0532
Si, 24.4854, 8.1509, 19.0631
Si, 21.7751, 10.8764, 19.0421
Si, 24.499, 13.5656, 19.0601
Si, 27.201, 16.2922, 19.0548
Si, 29.9199, 2.7022, 19.0542
Si, 27.1814, 5.4386, 19.0299
Si, 29.9118, 8.1516, 19.0585
Si, 27.2095, 10.8462, 19.0767
Si, 29.9268, 13.554, 19.0667
O, 1.5391, 0.6424, 0.1695
O, 4.8451, 5.7366, 37.641
O, 5.2031, 19.546, 37.6708
O, 5.4661, 15.4897, 0.8771
O, 6.5747, 1.2373, 1.8757
O, 8.0237, 3.195, 1.2617
O, 3.006, 3.3589, 1.1682
O, 15.4496, 3.9255, 36.6047
O, 10.7791, 5.2727, 1.4001
O, 13.5479, 9.848, 38.0547
O, 12.2483, 7.7742, 1.4626
O, 11.5968, 11.2443, 1.5994
O, 12.8872, 4.0567, 0.3413
O, 16.6691, 5.4435, 1.0071
O, 18.4841, 7.1875, 1.8184
O, 14.1327, 9.4476, 2.1459
O, 19.6404, 3.5099, 1.3039
O, 19.5084, 6.011, 36.5496
O, 22.7404, 8.4503, 38.5721
O, 28.1112, 11.5855, 1.5803
O, 25.5933, 13.5363, 34.9494
O, 14.692, 5.3933, 2.7222
O, 15.7723, 7.302, 4.2429
O, 28.6536, 5.4479, 29.8801
O, 31.0069, 6.5737, 29.5703
O, 6.1636, 18.8684, 28.4882
O, 4.1168, 3.8352, 27.5364
O, 2.3058, 5.3434, 28.4732
O, 27.9921, 6.9133, 27.8423
O, 33.1552, 3.6264, 38.388
O, 2.2127, 2.7261, 29.1182
O, 5.8723, 6.1564, 29.8237
O, 31.4112, 17.8768, 31.0045
O, 25.8931, 14.282, 29.5665
O, 12.0067, 5.4135, 38.5191
O, 32.0778, 11.0315, 29.8971
O, 11.1271, 8.9811, 32.9242
O, 8.1297, 13.8068, 28.8839
O, 8.4977, 2.9038, 29.7902
O, 9.505, 9.8775, 29.8942
O, 6.4439, 12.1172, 29.8318
O, 14.6093, 4.1443, 29.8703
O, 8.9352, 8.3508, 34.1623
O, 4.0486, 8.045, 34.7282
O, 15.3879, 7.2316, 30.5818
O, 32.0072, 8.0431, 36.0745
O, 12.475, 12.3628, 29.7085
O, 12.0157, 14.9628, 29.9105
O, 16.2673, 16.1316, 28.9556
O, 17.8649, 6.7709, 30.0063
O, 20.5077, 8.171, 35.6064
O, 22.1649, 13.316, 38.6292
O, 13.535, 16.1853, 32.0682
O, 20.6159, 3.8291, 37.2754
O, 14.1793, 14.662, 34.0665
O, 24.3229, 19.3593, 34.8183
O, 23.558, 6.7237, 30.0747
O, 26.5927, 8.5623, 36.5223
O, 19.6637, 17.7633, 37.9144
O, 27.9634, 8.056, 30.122
O, 26.8762, 10.6148, 29.0934
O, 28.3842, 12.3774, 30.0856
O, 31.0916, 10.9235, 36.4558
O, 30.1094, 13.7865, 28.9443
O, 5.4744, 3.116, 0.3178
O, 10.247, 10.9193, 37.9742
O, 8.3944, 10.9458, 34.0686
O, 31.9465, 5.9689, 34.4497
O, 6.9141, 17.3093, 30.3921
O, 13.2831, 10.463, 33.3308
O, 5.3704, 13.9719, 31.3692
O, 21.6299, 5.2722, 29.1335
O, 14.1729, 9.271, 29.586
O, 25.6287, 4.9855, 33.4271
O, 16.2459, 16.2757, 33.6466
O, 33.6056, 15.6524, 37.7921
O, 14.6725, 15.565, 0.106
O, 25.3854, 7.2607, 31.9867
O, 16.2089, 10.9062, 28.9305
O, 9.6384, 15.9904, 0.8247
O, 15.4538, 11.961, 33.0201
O, 27.7079, 13.6589, 36.5799
O, 31.758, 3.8622, 36.1507
O, 25.0799, 18.0204, 37.0751
O, 24.2337, 16.1603, 38.7152
O, 23.1177, 14.2439, 34.4396
O, 6.6315, 6.2214, 0.321
O, 5.2952, 11.3585, 31.9991
O, 32.2988, 12.8065, 31.916
O, 26.4117, 15.5685, 0.0747
O, 17.3429, 11.9981, 36.7344
O, 15.0221, 16.6994, 35.9981
O, 13.1831, 6.0969, 36.174
O, 30.5344, 13.5215, 35.973
O, 5.303, 8.2338, 37.6898
O, 15.0835, 18.2587, 31.2713
O, 27.3571, 16.3337, 28.9556
O, 22.5574, 17.6193, 29.6704
O, 2.8086, 15.6858, 35.9502
O, 19.794, 11.9396, 30.7122
O, 24.4585, 2.9669, 32.2385
O, 8.4889, 9.6771, 36.4026
O, 20.3324, 9.4452, 30.1273
O, 15.0358, 11.9454, 37.9305
O, 22.1432, 6.1297, 35.6925
O, 19.1461, 10.6178, 38.0634
O, 28.5791, 17.6243, 35.7892
O, 8.8164, 15.2415, 38.5853
O, 16.6234, 18.5014, 35.0116
O, 7.8763, 11.9556, 37.692
O, 30.0206, 9.6261, 30.5443
O, 31.0974, 15.9532, 38.3688
O, 12.4821, 12.2672, 38.0779
O, 7.8979, 5.8493, 35.6605
O, 25.3913, 8.8091, 0.0256
O, 33.3943, 7.1316, 30.2688
O, 14.2072, 1.8311, 0.0533
O, 5.6086, 10.7805, 37.6704
O, 9.0525, 7.955, 31.5672
O, 24.3172, 10.8379, 1.1205
O, 16.9363, 6.321, 32.4646
O, 22.9036, 5.7576, 38.5989
O, 18.1686, 17.7696, 29.6967
O, 21.9704, 9.7647, 34.1642
O, 1.8381, 9.5508, 34.3917
O, 6.8456, 13.0037, 34.6154
O, 0.7571, 14.4568, 0.2372
O, 32.4065, 17.8523, 37.0711
O, 4.6739, 17.4976, 35.2794
O, 15.3054, 4.2578, 32.3976
O, 27.1194, 7.0641, 33.9954
O, 32.7719, 12.6608, 37.2074
O, 14.3007, 17.9998, 33.7941
O, 10.3458, 17.7408, 37.9988
O, 19.8433, 17.6875, 34.0532
O, 31.8268, 15.7264, 35.8023
O, 1.9838, 8.2597, 32.1733
O, 1.63, 12.2709, 30.2238
O, 18.1525, 15.4601, 35.1181
O, 33.2516, 5.8458, 36.7287
O, 9.945, 14.6145, 31.5657
O, 21.5734, 18.1587, 36.0914
O, 9.171, 15.9169, 33.7453
O, 24.9552, 14.376, 31.9006
O, 2.8466, 14.6986, 31.6254
O, 27.0826, 18.6711, 32.1573
O, 26.1399, 6.2959, 29.6782
O, 10.3073, 13.4335, 37.2495
O, 14.6761, 6.1694, 33.9581
O, 26.6989, 19.5514, 35.7525
O, 6.2389, 6.8031, 33.9292
O, 25.1339, 6.7025, 37.6598
O, 3.5825, 9.9466, 36.4022
O, 8.0984, 14.4793, 36.2544
O, 10.5694, 3.9633, 33.6163
O, 20.5301, 14.9666, 0.023
O, 5.1626, 5.1092, 32.1633
O, 7.7253, 8.008, 29.3283
O, 8.7434, 5.0582, 38.0509
O, 25.9436, 15.4836, 36.8391
O, 12.804, 6.9883, 29.7434
O, 30.6201, 19.2288, 38.408
O, 13.1881, 13.629, 31.8539
O, 12.5801, 17.1732, 36.8011
O, 2.0082, 7.9488, 36.4667
O, 29.1478, 18.2129, 29.6528
O, 14.3589, 16.1239, 38.4546
O, 16.1146, 13.5196, 0.6373
O, 21.9444, 11.1788, 29.2854
O, 6.8581, 16.6769, 32.855
O, 16.8268, 4.758, 34.5133
O, 17.2431, 9.4025, 36.6505
O, 17.3209, 13.723, 33.493
O, 10.2987, 15.8039, 36.3689
O, 25.1409, 8.7522, 29.7744
O, 30.6533, 3.9597, 30.3826
O, 7.2105, 9.7512, 31.2452
O, 10.7934, 18.1213, 35.2771
O, 15.6645, 13.806, 36.1311
O, 2.2639, 18.2842, 35.3324
O, 25.8647, 3.9982, 0.0229
O, 25.2527, 9.1578, 38.6907
O, 13.4391, 8.2719, 31.9213
O, 8.2161, 5.1881, 33.1016
O, 32.4181, 12.4157, 34.5751
O, 19.2707, 10.8514, 35.5132
O, 19.5986, 8.9625, 33.2004
O, 10.8664, 13.6952, 0.9991
O, 3.6387, 3.568, 33.7136
O, 14.4687, 14.1962, 29.5936
O, 15.2917, 10.2947, 35.0688
O, 9.4496, 13.3295, 33.8144
O, 7.4183, 17.2786, 35.3084
O, 2.4734, 13.5854, 37.7396
O, 23.0212, 4.9175, 33.4711
O, 21.4548, 11.6471, 36.6897
O, 29.0512, 9.4278, 37.1314
O, 27.4193, 15.4341, 34.6897
O, 33.8971, 4.2782, 34.6277
O, 3.4442, 6.6331, 30.8377
O, 19.6456, 13.4166, 36.0053
O, 13.2983, 14.6946, 36.4953
O, 15.272, 7.7952, 35.8908
O, 0.2468, 7.853, 0.2894
O, 24.5812, 4.2539, 37.0729
O, 28.9754, 8.1566, 32.4564
O, 25.9217, 12.106, 31.0907
O, 28.1167, 9.4005, 34.6382
O, 12.0257, 7.8245, 37.7102
O, 16.7456, 13.7429, 38.6158
O, 33.6605, 14.4977, 33.4325
O, 19.6598, 3.6187, 29.8113
O, 13.7252, 12.3501, 35.0695
O, 4.051, 4.2164, 30.104
O, 23.5902, 16.1539, 36.103
O, 3.5519, 15.8303, 38.4376
O, 33.5405, 16.4767, 31.6206
O, 3.259, 4.2354, 36.2534
O, 22.1416, 16.6685, 34.0013
O, 11.6168, 14.9333, 33.5393
O, 23.6348, 11.7937, 33.9573
O, 10.4791, 6.4083, 32.9095
O, 28.9033, 17.0598, 33.2584
O, 33.3729, 10.489, 32.1406
O, 5.7607, 15.3043, 35.568
O, 21.0371, 12.1935, 34.1041
O, 17.3997, 1.2715, 0.1434
O, 9.2208, 3.6903, 35.8579
O, 25.2496, 17.0422, 31.1347
O, 28.9763, 3.8492, 36.6857
O, 21.9202, 10.989, 31.894
O, 10.5858, 17.0095, 30.7171
O, 29.2541, 11.9423, 37.9282
O, 2.6069, 8.6937, 29.4863
O, 21.7428, 7.3018, 33.434
O, 19.2367, 14.268, 29.7478
O, 17.871, 11.0121, 33.009
O, 28.7205, 3.2347, 34.0385
O, 23.7705, 12.7215, 36.5344
O, 4.6747, 16.4954, 31.2905
O, 31.8688, 15.593, 29.7595
O, 22.9147, 15.7458, 31.3563
O, 27.2002, 11.1324, 36.4385
O, 4.8964, 9.693, 30.0129
O, 18.5624, 15.9555, 32.5497
O, 25.787, 3.139, 30.0208
O, 6.2324, 17.226, 37.5308
O, 27.6929, 10.2535, 31.5573
O, 13.7113, 19.8494, 38.5562
O, 2.7729, 16.5031, 33.5158
O, 5.1442, 8.7405, 32.4891
O, 24.3141, 7.0171, 34.3356
O, 32.9583, 7.7933, 38.53
O, 20.5975, 15.8106, 35.871
O, 5.5579, 18.8299, 32.2399
O, 16.0869, 8.0569, 1.2003
O, 17.15, 8.7008, 34.1815
O, 24.5642, 16.2737, 33.5304
O, 17.0643, 3.6643, 30.5128
O, 20.6761, 17.0714, 31.4907
O, 5.7857, 13.3271, 37.0693
O, 31.0658, 14.4558, 33.5988
O, 17.4158, 8.7722, 31.6359
O, 6.4856, 9.2496, 34.7259
O, 23.7111, 12.9499, 29.9395
O, 23.3329, 10.9879, 38.4791
O, 17.3433, 12.8181, 31.1755
O, 2.1503, 6.0842, 0.3172
O, 7.5574, 12.6803, 32.1622
O, 6.1589, 4.1954, 34.3155
O, 32.2251, 8.4422, 33.4849
O, 18.6657, 15.3373, 37.5789
O, 12.523, 18.5476, 31.8174
O, 10.5202, 5.9938, 36.3969
O, 18.7259, 18.673, 32.0183
O, 8.7882, 18.4937, 33.588
O, 13.0324, 8.1199, 34.5129
O, 3.301, 14.2956, 0.8984
O, 29.8544, 7.4575, 34.6625
O, 18.0737, 3.7738, 36.5647

Results
total energy: -215218.802 eV
total energy less fixed offsets of O -438.35, Si -107.03 eV per atom: -6.882 eV

Forces (eV/angstrom), in the order of the atoms: element, x, y, z
Si, -0.0873, -0.0015, 0.5775
Si, -0.1093, -0.0888, 0.1603
Si, -0.232, 0.0885, 0.4941
Si, 0.0625, 0.064, 0.7606
Si, 0.0652, 0.0327, 0.0374
Si, -0.1942, -0.224, 0.6346
Si, 0.1154, -0.0521, 0.0242
Si, 0.044, 0.1191, 0.0059
Si, 0.0337, 0.0048, 0.1192
Si, -0.2142, 0.267, 0.3955
Si, 0.0403, -0.0193, -0.0373
Si, -0.1177, -0.1462, 0.6407
Si, -0.3907, -0.3188, 0.575
Si, -0.0963, 0.0486, 0.1432
Si, 0.0782, 0.0125, 0.241
Si, -0.0034, -0.0953, 0.1903
Si, -0.0284, 0.0012, -0.0149
Si, 0.3505, 0.1718, 0.4248
Si, -0.1707, 0.1554, 0.7744
Si, 0.3752, -0.2613, 0.4437
Si, 0.1715, 0.0083, 0.6366
Si, -0.0802, 0.074, 0.125
Si, 0.5391, 0.351, 0.3306
Si, 0.0318, -0.0817, 0.0574
Si, -0.198, 0.226, 0.435
Si, -0.0173, -0.0242, 0.0119
Si, -0.4555, -0.012, -0.3951
Si, -0.0494, -0.0343, 0.5714
Si, -0.2372, 0.1352, 0.4999
Si, -0.18, 0.3233, 0.6672
Si, -0.314, -0.0286, 0.4594
Si, -0.0083, -0.0097, -0.0072
Si, 0.1469, -0.1995, 0.6065
Si, -0.0337, -0.028, 0.0317
Si, 0.2838, -0.1761, 0.648
Si, 0.6809, -0.0791, 0.3234
Si, -0.0232, -0.0864, 0.0487
Si, 0.1518, 0.0704, 0.6503
Si, -0.041, -0.0297, -0.0587
Si, -0.0168, 0.0133, -0.0835
Si, 0.0252, 0.0329, -0.0947
Si, -0.0205, 0.0141, 0.0565
Si, -0.3634, -0.1622, 0.6984
Si, 0.1588, 0.0656, 0.5624
Si, -0.0554, -0.1083, -0.0277
Si, -0.0736, -0.1049, 0.0017
Si, 0.057, 0.0216, -0.0811
Si, 0.0469, 0.0778, -0.0872
Si, -0.0211, -0.015, 0.0106
Si, 0.0274, 0.0117, -0.0106
Si, -0.1889, -0.1975, 0.4941
Si, -0.0178, -0.3185, 0.6134
Si, -0.2557, -0.1479, 0.4815
Si, 0.0292, 0.006, -0.0286
Si, -0.0327, -0.0305, -0.0674
Si, -0.1999, -0.2922, 0.4276
Si, 0.0866, -0.6576, 0.3378
Si, 0.3214, 0.4128, 0.3078
Si, -0.0597, -0.0065, -0.0017
Si, -0.0253, 0.0803, 0.0379
Si, 0.0347, 0.0203, -0.0182
Si, 0.0569, 0.0073, -0.0389
Si, 0.0139, 0.0262, 0.0091
Si, 0.0274, -0.0351, -0.0214
Si, -0.0269, -0.0599, -0.0287
Si, 0.0124, 0.0257, -0.0315
Si, -0.0112, 0.0706, 0.053
Si, -0.0393, -0.0673, -0.056
Si, 0.0061, 0.0718, -0.069
Si, 0.0015, -0.0214, 0.0109
Si, -0.3691, -0.2685, 0.4619
Si, 0.066, 0.1283, -0.0022
Si, 0.0361, 0.0341, -0.0417
Si, 0.0456, -0.0094, -0.0352
Si, -0.0332, -0.0049, -0.0218
Si, -0.0092, -0.061, 0.013
Si, -0.0555, 0.0565, 0.036
Si, 0.0137, 0.0044, -0.0187
Si, 0.004, -0.0056, -0.0269
Si, 0.0329, -0.0813, -0.0242
Si, -0.0033, 0.0564, -0.0462
Si, 0.0363, 0.0389, -0.0591
Si, -0.0552, -0.0172, -0.0696
Si, 0.0363, 0.0018, -0.017
Si, -0.0539, 0.0303, -0.0191
Si, -0.0423, 0.0376, -0.0107
Si, 0.0869, -0.002, -0.0456
Si, -0.0199, 0.0673, -0.0147
Si, 0.0107, -0.0167, -0.0863
Si, -0.0121, -0.0212, -0.0755
Si, 0.1242, 0.0221, -0.0235
Si, -0.0035, 0.0112, -0.0548
Si, -0.4744, 0.2523, 0.2093
Si, -0.0196, -0.0066, -0.0591
Si, -0.0113, -0.0148, 0.0043
Si, 0.0328, 0.009, 0.0373
Si, -0.0729, -0.0161, -0.0288
Si, -0.0529, 0.0106, -0.0364
Si, -0.0491, -0.0146, -0.06
Si, -0.0088, 0.0248, 0.052
Si, -0.0063, 0.0107, 0.042
Si, -0.0173, 0.0395, -0.0877
Si, -0.0013, 0.0081, -0.0377
Si, -0.0011, 0.0199, 0.0254
Si, 0.0093, -0.0071, 0.0164
Si, 0.0404, 0.0116, -0.0111
Si, -0.0034, -0.0541, -0.0196
Si, 0.0277, -0.0807, 0.0077
Si, -0.0167, 0.0014, 0.0277
Si, 0.0199, 0.0038, -0.0035
Si, 0.0109, -0.0169, -0.0242
Si, 0.0343, 0.0059, 0.0085
Si, 0.0201, -0.0049, 0.0077
Si, -0.0082, 0.0194, -0.0599
Si, 0.0243, 0.0204, -0.012
Si, -0.0152, 0.0063, -0.0227
Si, 0.0292, -0.0331, 0.0409
Si, -0.042, 0.033, -0.0235
Si, 0.0016, 0.0182, 0.0342
Si, -0.0139, 0.0066, -0.0115
Si, -0.0402, 0.0034, -0.0392
Si, -0.0299, 0.0084, 0.0098
Si, 0.0161, -0.0383, 0.018
Si, 0.0083, -0.0148, 0.0238
Si, 0.0184, -0.0348, -0.0138
Si, 0.0261, -0.0053, 0.0149
Si, -0.1111, 0.055, -0.0443
Si, 0.0254, -0.0178, -0.0126
Si, 0.0183, 0.0463, 0.0144
Si, 0.1966, 0.2863, 0.4236
Si, 0.042, 0.025, 0.0096
Si, -0.0534, -0.0398, -0.0226
Si, -0.0329, -0.0138, 0.0058
Si, 0.0116, 0.0175, -0.0158
Si, -0.0067, -0.0417, -0.0079
Si, 0.0068, 0.0087, -0.0056
Si, 0.0183, -0.0055, 0.0215
Si, 0.0387, -0.0335, 0.0179
Si, 0.0173, -0.0048, -0.0023
Si, 0.0105, 0.0237, -0.0134
Si, -0.0002, 0.0115, 0.0031
Si, -0.0469, 0.0104, 0.019
Si, -0.0005, -0.0027, 0.0061
Si, 0.0206, -0.0034, 0.0141
Si, -0.0164, 0.0061, -0.0279
Si, 0.0099, -0.02, 0.0033
Si, -0.014, -0.0027, -0.0176
Si, -0.0086, 0.0234, 0.007
Si, 0.0012, 0.0055, 0.0017
Si, 0.0164, -0.0386, -0.0294
Si, -0.0044, -0.0173, -0.0042
Si, 0.0367, 0.0052, 0.0045
Si, 0.0012, -0.0298, -0.0226
Si, 0.0018, 0.0021, 0.0215
Si, 0.0185, -0.029, 0.0364
Si, -0.0098, -0.0216, -0.0491
Si, -0.0179, 0.0026, 0.0103
Si, -0.006, -0.0029, -0.0034
Si, 0.0103, 0.0341, 0.0484
Si, -0.0127, 0.0074, 0.0202
Si, 0.0032, 0.0196, 0.0067
Si, -0.0091, -0.0402, -0.0131
Si, 0.061, -0.0284, 0.0352
Si, 0.0032, -0.0172, -0.0247
Si, 0.0178, -0.0285, -0.032
Si, 0.0357, 0.0286, 0.0018
Si, 0.03, -0.0005, -0.0111
Si, 0.0064, 0.0125, 0.0272
Si, -0.0115, 0.0573, 0.0047
Si, 0.0075, 0.0046, -0.0055
Si, -0.0618, -0.0272, -0.029
Si, 0.0183, 0.0037, -0.0306
Si, -0.0392, 0.0356, 0.0169
Si, 0.0307, 0.0052, 0.0164
Si, -0.0223, 0.0032, -0.0145
Si, -0.0051, 0.0047, 0.0114
Si, 0.0354, -0.0257, 0.0273
Si, -0.0252, 0.0162, 0.0062
Si, 0.0052, 0.0133, -0.0212
Si, -0.0113, -0.0182, 0.002
Si, 0.0055, 0.0167, 0.018
Si, -0.0136, 0.0019, -0.0073
Si, 0.0185, -0.0147, -0.0017
Si, 0.0002, 0.0082, 0.011
Si, -0.0048, -0.0052, 0.0118
Si, 0.0116, 0.0279, -0.0114
Si, -0.0048, -0.0037, -0.012
Si, 0.0176, 0.0155, 0.0015
Si, 0.0028, -0.0194, 0.0083
Si, -0.0018, 0.0164, 0.0275
Si, -0.0037, -0.0212, -0.0062
Si, 0.031, 0.0057, -0.0032
Si, -0.0387, 0.0076, -0.0141
Si, -0.0125, 0.0237, 0.0084
Si, 0.007, -0.0061, 0.0262
Si, -0.0002, -0.0054, 0.0087
Si, 0.0026, 0.0144, 0.0045
Si, -0.0123, 0.0022, 0.0011
Si, 0.0003, 0.0124, 0.0037
Si, 0.0084, -0.016, 0.0111
Si, 0.0065, -0.0009, -0.0092
Si, -0.0084, 0.0137, -0.0025
Si, 0.0075, -0.0239, -0.0133
Si, 0.0013, -0.0145, -0.0031
Si, -0.0015, 0.0043, 0.0003
Si, 0.0084, -0.0218, 0.0039
Si, -0.0294, -0.0045, -0.0156
Si, 0.0025, 0.0213, 0.0096
Si, 0.0095, 0.0044, -0.0131
Si, 0.0103, -0.0233, -0.0019
Si, -0.014, -0.0058, 0.0024
Si, 0.0178, -0.0002, 0.0035
Si, -0.0139, 0.0207, 0.0124
Si, 0.0142, -0.0177, -0.0152
Si, -0.0019, 0.0063, -0.0051
Si, 0.0066, -0.0109, 0.0052
Si, 0.01, -0.0143, -0.006
Si, -0.0042, 0.0024, -0.002
Si, -0.0043, -0.0064, -0.0074
Si, 0.0099, 0.0048, 0.0004
Si, 0.0034, 0.0089, 0.0109
Si, 0.0053, -0.0182, 0.0086
Si, 0.0157, 0.0041, 0.0045
Si, -0.0079, -0.0033, -0.0011
Si, 0.0047, -0.0055, -0.0082
Si, -0.0158, 0.0111, 0.0084
Si, 0.0027, -0.0046, -0.0004
Si, 0.0153, -0.0122, 0.0003
Si, -0.0048, 0.0078, -0.0007
Si, 0.0094, -0.0056, -0.0091
Si, 0.0168, -0.0109, 0.0074
Si, -0.0191, 0.0091, -0.0037
Si, -0.0007, 0.0095, -0.011
Si, 0.0114, -0.0064, -0.0022
Si, -0.0139, 0.0128, -0.0049
Si, 0.0133, -0.0161, -0.003
Si, 0.0023, 0.008, 0.003
Si, 0.0136, 0.002, -0.0039
Si, 0.0135, -0.0071, -0.0073
Si, -0.0169, 0.0052, -0.0023
Si, -0.0029, 0.0043, -0.0046
Si, -0.001, -0.0078, 0.0111
Si, -0.0068, 0.0028, 0.0065
Si, 0.0003, -0.0051, -0.0036
Si, -0.0073, -0.0016, -0.0017
Si, 0.0097, -0.0033, -0.0016
Si, -0.009, 0.0006, -0.0048
Si, -0.0033, 0.004, -0.0112
Si, 0.0039, 0.01, 0.0013
Si, -0.0123, -0.0067, -0.0025
Si, 0.0135, -0.0079, -0.0049
Si, -0.004, 0.0171, -0.0038
Si, 0.0021, -0.0085, -0.001
Si, 0.0077, 0.0047, -0.0152
Si, -0.0004, 0.0199, 0.0014
Si, -0.0171, 0.0061, -0.0014
Si, 0.0113, -0.0057, 0.0029
Si, 0.0115, -0.0014, 0.0007
Si, -0.0091, -0.0004, -0.0077
Si, -0.0037, -0.0119, -0.0122
Si, -0.0089, -0.0028, 0.0009
Si, -0.0003, -0.0042, -0.0022
Si, -0.0169, -0.0008, -0.0022
Si, -0.0082, 0.0085, -0.0152
Si, -0.0211, -0.0004, -0.003
Si, 0.0003, 0.0023, 0.0094
Si, -0.0096, 0.0109, 0.0031
Si, -0.0035, -0.0045, -0.0056
Si, 0.0167, 0.0202, -0.002
Si, -0.0143, 0.0027, 0.0079
Si, 0.0129, 0.0081, 0.0012
Si, -0.0034, 0.0019, -0.0049
Si, -0.0117, -0.0175, 0.0082
Si, 0.0016, -0.0045, 0.0018
Si, 0.0004, 0, 0.01
Si, 0.0108, 0.0038, 0.0072
Si, 0.0046, -0.0003, 0.007
Si, 0.0052, 0.0143, -0.0019
Si, -0.0036, 0.011, -0.0031
Si, -0.0169, 0.0049, -0.0094
Si, -0.0097, -0.0108, -0.0019
Si, 0.0083, -0.0104, 0.0057
Si, 0.0129, -0.0076, 0.0012
Si, -0.0032, 0.003, -0.0013
Si, 0.0069, 0.0006, 0.0011
Si, 0.0068, 0.004, -0.0037
Si, -0.0073, -0.008, 0.0045
Si, -0.003, -0.0046, -0.0042
Si, -0.0035, -0.0183, -0.0151
Si, 0.02, 0.0006, 0.0159
Si, -0.013, -0.016, 0.0095
Si, 0.0117, 0.0244, 0.0084
Si, 0.021, -0.0087, 0.0059
Si, -0.017, 0.0192, -0.0064
Si, 0.0063, 0.0007, -0.0055
Si, 0.0109, -0.0031, -0.0041
Si, 0.0033, 0.0158, 0.0035
Si, 0.0198, -0.0223, 0.023
Si, 0.0182, 0.0247, -0.0099
Si, -0.0101, -0.0148, 0.0011
Si, 0.0442, 0.0186, -0.0178
Si, -0.0218, -0.014, 0.0046
Si, 0.0293, -0.003, 0.0015
Si, -0.0129, 0.0164, -0.0117
Si, 0.0246, 0.0009, -0.0166
Si, -0.0009, 0.0125, -0.0006
Si, -0.0138, -0.0071, -0.0163
Si, 0.0014, 0.0278, -0.0039
Si, -0.0009, -0.0023, -0.0096
Si, 0.0211, -0.0024, -0.0137
Si, -0.0011, -0.0109, -0.0012
Si, 0.0222, 0.0014, -0.0162
Si, -0.0217, 0.0123, 0.0094
Si, 0.0028, 0.0175, -0.0255
Si, -0.0087, -0.0345, -0.014
Si, 0.0099, 0.0291, -0.0006
Si, -0.0093, 0.0118, -0.0058
Si, 0.0136, 0.0162, 0.0047
Si, -0.0069, 0.0061, -0.0152
Si, -0.0016, -0.0172, -0.018
Si, 0.0101, -0.0235, -0.015
Si, 0.0009, 0.0002, -0.01
Si, -0.0189, -0.0288, 0.0216
Si, -0.0096, 0.0132, 0.006
Si, -0.0007, 0.0046, -0.0034
Si, 0.0181, -0.0331, -0.0269
Si, -0.0363, 0.0292, -0.0075
Si, -0.0493, 0.0013, 0.0395
Si, 0.0367, 0.0095, -0.0156
Si, -0.0158, -0.0251, 0.0161
Si, 0.011, 0.0116, -0.0372
Si, -0.0199, -0.0118, 0.0097
Si, -0.0124, -0.0194, -0.0019
Si, -0.0237, 0.0543, 0.0014
Si, 0.0065, -0.0209, 0.0017
Si, 0.0101, 0.054, 0.0418
Si, -0.0033, 0.0072, -0.0106
Si, 0.0366, -0.0137, 0.0017
Si, -0.0322, 0.0064, 0.0252
Si, 0.0032, -0.031, -0.0057
Si, 0.0141, 0.0111, -0.0028
Si, -0.0268, -0.0046, -0.016
Si, 0.0316, 0.0111, 0.0232
Si, -0.0021, 0.0025, -0.0127
Si, -0.0145, -0.0026, 0.0171
Si, -0.0226, -0.0244, -0.0131
Si, 0.0077, -0.0005, 0.0313
Si, 0.011, -0.0326, -0.0193
Si, 0.0244, -0.0198, 0.0411
Si, -0.0047, -0.0009, 0.0088
Si, 0.0029, 0.013, -0.0229
Si, 0.045, 0.0283, -0.0117
Si, -0.0275, -0.024, 0.0058
Si, -0.0242, -0.0127, -0.0139
Si, -0.026, -0.0204, 0.0151
Si, 0.0215, 0.019, 0.0327
Si, 0.0146, -0.0186, 0.0168
Si, -0.0088, -0.0069, -0.0074
Si, 0.021, -0.0217, -0.0152
Si, 0.0151, -0.0071, 0.0021
Si, 0.0194, -0.0067, -0.046
Si, 0.0306, -0.0006, -0.0323
Si, 0.0004, -0.0228, 0.0113
Si, -0.0156, -0.0444, 0.0106
Si, -0.0128, 0.0106, -0.044
Si, -0.0044, 0.0562, -0.0018
Si, 0.0147, 0.0439, 0.0485
Si, -0.0689, -0.0257, -0.0173
Si, 0.0139, -0.0608, 0.0163
Si, -0.0256, -0.0062, 0.0115
Si, -0.0238, -0.0088, 0.0307
Si, 0.0303, -0.0025, -0.0006
Si, -0.0211, -0.0433, 0.0029
Si, -0.0033, -0.0397, 0.0367
Si, 0.0417, -0.0196, 0.0032
Si, -0.0324, -0.0006, -0.0011
Si, 0.0051, -0.0214, -0.0291
Si, 0.0068, -0.0098, -0.0248
Si, -0.0516, 0.0073, 0.0106
Si, 0.0231, -0.0132, -0.0147
Si, -0.0185, 0.0471, -0.0206
Si, 0.0351, -0.0019, -0.0346
Si, 0.0156, 0.0252, -0.0348
Si, 0.0022, -0.0109, -0.0228
Si, -0.0151, 0.0229, -0.0197
Si, 0.0015, -0.0123, 0.0112
Si, 0.0217, 0.0253, -0.0023
Si, 0.0155, -0.048, -0.0236
Si, -0.0359, 0.0404, -0.0035
Si, 0.0307, -0.0314, -0.0048
Si, 0.0037, 0.0026, 0.0094
Si, 0.0239, 0.0459, 0.0396
Si, -0.0858, 0.0101, -0.0134
Si, 0.0251, 0.0267, 0.017
Si, -0.0039, 0.0229, -0.0147
Si, -0.0031, 0.0302, -0.0487
Si, -0.0032, -0.0157, 0.0516
Si, -0.029, 0.02, 0.1223
Si, 0.0179, -0.1516, 0.0465
Si, 0.0328, 0.0471, 0.0156
Si, -0.0088, -0.0108, 0.1055
Si, 0.0097, -0.0335, 0.0286
Si, -0.0525, 0.0698, 0.03
Si, 0.214, -0.2602, -0.666
Si, -0.1125, 0.2357, -0.5141
Si, -0.004, 0.0463, 0.0507
Si, -0.0374, -0.0158, 0.0247
Si, 0.0136, 0.0129, -0.0117
Si, 0.0499, 0.0544, 0.0893
Si, -0.0008, 0.0167, -0.042
Si, -0.0295, -0.0574, 0.1201
Si, -0.0301, 0.0148, -0.0157
Si, -0.0088, -0.0405, 0.0273
Si, -0.001, -0.0032, -0.0054
Si, -0.0176, -0.0015, 0.044
Si, -0.0024, 0.0248, 0.0846
Si, -0.0312, 0.0073, 0.0414
Si, -0.0021, -0.0577, 0.0786
Si, -0.035, -0.1433, -0.6865
Si, -0.0061, 0.0465, -0.008
Si, -0.0061, 0.0039, 0.0414
Si, -0.0278, 0.0284, 0.052
Si, -0.0021, -0.0025, 0.0618
Si, -0.0013, 0.0141, 0.0316
Si, 0.0499, -0.0698, 0.0046
Si, -0.009, -0.0025, 0.0194
Si, 0.0032, -0.0097, 0.0111
Si, -0.0423, 0.0237, 0.1035
Si, 0.1792, 0.266, -0.7801
Si, -0.3158, 0.3999, -0.1676
Si, -0.057, 0.0386, -0.0265
Si, -0.0118, -0.0549, -0.0145
Si, 0.1958, 0.1721, -0.7094
Si, -0.4063, -0.398, -0.2424
Si, 0.158, -0.2092, -0.6086
Si, 0.0055, 0.3376, -0.5487
Si, 0.0656, -0.3726, -0.6784
Si, 0.1403, 0.1443, -0.5169
Si, -0.0435, 0.007, 0.0455
Si, 0.354, -0.2902, -0.6131
Si, -0.1141, 0.0299, -0.0781
Si, -0.0704, -0.213, -0.7257
Si, 0.0341, 0.1366, -0.7578
Si, -0.0836, -0.1322, -0.6916
Si, 0.3921, 0.3431, -0.1674
Si, -0.0085, -0.0141, 0.0378
Si, 0.0508, 0.0477, -0.0311
Si, -0.2303, -0.1262, -0.458
Si, 0.2194, 0.0862, -0.5491
Si, -0.2595, -0.1492, -0.4582
Si, -0.1692, -0.0314, -0.6188
Si, -0.0026, 0.1761, -0.7873
Si, -0.1338, -0.2247, -0.6141
Si, 0.1267, 0.2519, -0.5725
Si, -0.022, -0.023, 0.0277
Si, 0.3744, 0.3065, -0.1022
Si, 0.4868, 0.3363, -0.2162
Si, 0.3055, 0.083, -0.4499
Si, -0.1119, -0.1451, -0.7265
Si, 0.066, 0.0095, 0.0759
Si, -0.1528, -0.1076, -0.4808
Si, 0.1832, 0.1206, -0.6607
Si, -0.1669, 0.0963, -0.7222
Si, 0.1223, 0.165, -0.6958
Si, -0.1872, 0.0578, -0.6024
Si, 0.0265, 0.0456, 0.0138
Si, -0.0469, -0.2736, -0.6498
Si, -0.1476, -0.3077, -0.7206
Si, 0.0431, 0.1375, -0.0813
Si, -0.1402, -0.035, 0.1503
Si, -0.3518, 0.0944, 0.4344
Si, 0.0225, 0.006, 0.0332
Si, 0.237, 0.073, 0.4827
Si, -0.1087, 0.0602, 0.1278
Si, -0.0577, -0.0116, -0.1037
Si, 0.1024, -0.0187, -0.0717
Si, -0.0963, -0.0235, -0.0749
Si, -0.1009, 0.1087, -0.117
Si, 0.2677, 0.194, 0.1892
Si, -0.0836, 0.1974, 0.8239
Si, -0.0013, 0.0032, 0.0622
Si, 0.0425, 0.0584, -0.114
Si, -0.1259, -0.1949, -0.506
Si, -0.0733, -0.0083, -0.1664
Si, -0.1978, -0.1539, -0.5845
Si, 0.1742, -0.0207, 0.0686
Si, -0.2813, -0.3883, -0.6133
Si, -0.182, 0.0599, 0.0556
Si, 0.1296, -0.0831, -0.0196
Si, 0.0542, 0.1001, 0.0083
Si, -0.022, -0.0001, -0.0095
Si, 0.1157, -0.0221, 0.034
Si, 0.5914, -0.231, 0.1172
Si, -0.0034, 0.0224, 0.0288
Si, -0.0566, -0.1415, 0.1163
Si, -0.0445, 0.0042, -0.0992
Si, 0.1157, -0.0254, 0.0446
Si, -0.1121, -0.0491, -0.0293
Si, 0.504, 0.1504, -0.5341
Si, -0.0024, 0.0061, 0.0381
Si, 0.2986, 0.3777, -0.4855
Si, 0.0286, 0.074, -0.1879
Si, 0.2342, -0.197, 0.6365
Si, 0.0213, -0.0962, 0.1075
Si, -0.0007, 0.0194, 0.006
Si, -0.0773, 0.5068, 0.3588
Si, -0.0627, 0.0459, 0.0704
Si, 0.0044, -0.087, 0.0519
Si, 0.1201, -0.0256, 0.0172
Si, -0.1751, -0.0869, 0.0021
Si, -0.0179, -0.0975, -0.0402
Si, 0.0203, -0.0385, -0.12
Si, -0.038, -0.1153, 0.0116
Si, 0.0333, 0.1113, 0.0233
Si, 0.0017, 0.0889, 0.0015
Si, 0.0103, -0.1052, -0.058
Si, 0.3441, -0.1545, 0.4489
Si, -0.0328, 0.0459, 0.0782
Si, -0.0063, 0.0296, -0.0704
Si, -0.0281, 0.0744, -0.0163
Si, -0.0881, -0.0812, 0.0561
Si, -0.0968, 0.0223, 0.0252
Si, -0.0315, -0.0177, 0.124
Si, 0.2752, 0.1069, 0.6381
Si, -0.0664, -0.0421, 0.187
Si, -0.0034, 0.2035, -0.1262
Si, -0.0519, -0.0169, -0.0262
Si, -0.0392, -0.1061, -0.1241
Si, 0.0294, -0.1723, 0.204
Si, 0.0487, 0.0361, 0.0509
Si, -0.0084, -0.0468, 0.0426
Si, -0.038, -0.1119, -0.6159
Si, -0.0341, -0.1553, -0.006
Si, -0.0345, 0.0224, -0.0839
Si, 0.0342, 0.059, -0.1566
Si, -0.033, 0.0458, -0.1148
Si, -0.0036, -0.1321, 0.0099
Si, 0.053, 0.0274, 0.0674
Si, -0.6261, 0.3603, 0.0458
Si, -0.0415, 0.081, 0.0589
Si, 0.0632, -0.0885, -0.0586
Si, 0.3227, -0.2611, 0.5121
Si, -0.0347, 0.0454, -0.0831
Si, -0.2468, 0.3592, 0.4952
Si, -0.0986, -0.0756, 0.0694
Si, 0.0379, 0.0026, -0.0747
Si, 0.0926, 0.4354, -0.5175
Si, 0.0478, -0.0606, 0.0894
Si, -0.1486, -0.0922, -0.0351
Si, -0.098, 0.0561, 0.0538
Si, -0.0247, 0.0836, 0.3484
Si, -0.3829, -0.1182, -0.3987
Si, 0.0075, -0.0585, 0.0834
Si, -0.0797, 0.019, 0.0151
Si, -0.0381, 0.0628, 0.0114
Si, -0.1283, -0.1373, -0.0156
Si, -0.2305, 0.1073, 0.5585
Si, 0.022, -0.0616, -0.0216
Si, -0.0754, 0.0612, 0.0235
Si, -0.089, 0.0194, 0.1417
Si, -0.1205, 0.0623, 0.0207
Si, 0.1003, -0.0592, 0.022
Si, -0.0262, -0.0442, 0.0068
Si, -0.0224, -0.1006, 0.0228
Si, 0.0685, 0.0898, 0.011
Si, 0.02, -0.0868, -0.1344
Si, 0.066, 0.1402, -0.005
Si, 0.0422, -0.084, -0.0043
Si, 0.0649, -0.0259, 0.0144
Si, 0.0299, -0.0001, 0.0499
Si, 0.0231, 0.0202, -0.0295
Si, -0.0161, -0.0428, -0.0802
Si, -0.0389, 0.0095, -0.0476
Si, 0.0322, 0.1323, -0.1011
Si, -0.1382, 0.0517, 0.0289
Si, -0.126, 0.0309, 0.1135
Si, 0.029, 0.0091, 0.0045
Si, 0.0053, 0.0057, -0.007
Si, -0.0205, -0.0102, -0.0065
Si, -0.0199, -0.0203, 0.0117
Si, 0.0044, 0.0061, 0.0084
Si, -0.0002, 0.0013, -0.0002
Si, 0.0128, -0.0105, -0.0032
Si, 0.0039, -0.0116, 0.0141
Si, -0.0015, 0.0169, -0.0014
Si, 0.0076, -0.0011, 0.0105
Si, 0.0078, 0.0166, -0.0014
Si, -0.0207, 0.0005, -0.0007
Si, 0.0102, 0.0122, 0.0068
Si, 0.0019, -0.0002, 0.0148
Si, 0.0087, -0.0114, 0.0034
Si, 0.0127, 0.0046, -0.0039
Si, -0.0101, -0.0179, -0.0212
Si, 0.0119, -0.0102, 0.0047
Si, -0.013, -0.0052, 0.0116
Si, -0.0036, -0.0166, -0.0002
Si, -0.0066, 0.0131, -0.0069
Si, -0.0111, -0.0024, 0.0015
Si, -0.0028, -0.0075, -0.0019
Si, -0.0104, 0.0065, 0.0065
Si, -0.0162, -0.0021, -0.0006
Si, -0.0054, -0.0018, -0.0073
Si, 0.0082, 0.0311, 0.0066
Si, -0.0006, -0.0042, 0.0081
Si, 0.007, -0.0009, -0.0015
Si, 0.0107, 0.0048, -0.0182
Si, -0.003, -0.0019, 0.0019
Si, -0.0028, -0.0009, -0.009
Si, 0.0112, 0.0122, 0.0044
Si, -0.0024, 0.0116, -0.0036
Si, -0.0132, -0.0022, 0.0132
Si, -0.0061, -0.022, 0.0026
Si, 0.0054, 0.0003, -0.009
Si, -0.0104, 0.0004, 0.0085
Si, -0.0078, 0.0164, 0.0002
Si, 0.0111, 0.0021, 0.0054
Si, -0.001, -0.0071, 0.0003
Si, 0.0042, -0.0056, 0.0013
Si, 0.0052, -0.0084, -0.0045
Si, -0.011, 0.0182, 0.0062
Si, 0.0106, -0.0142, 0.0029
Si, 0.0027, 0.006, -0.009
Si, -0.0122, 0.0016, -0.0108
Si, 0.0139, -0.0215, 0.0048
Si, 0.0003, -0.001, -0.0035
Si, 0.0024, -0.0007, -0.0046
Si, 0.0025, 0.0092, -0.0138
Si, -0.0165, 0.0218, 0.0023
Si, -0.0022, -0.0041, 0.0039
Si, 0.0006, 0.0044, 0.004
Si, -0.0094, 0.0103, -0.008
Si, 0.0118, -0.0031, 0.0061
Si, 0.0098, -0.0067, -0.0014
Si, 0.0053, 0.0126, 0.0135
Si, 0.0074, -0.0092, 0.0076
Si, 0.0133, -0.0098, -0.0076
Si, -0.0012, 0.0103, 0.0056
Si, 0.0037, -0.0119, 0.0059
Si, -0.0028, -0.0109, -0.0056
Si, 0.0018, 0.0031, -0.0055
Si, -0.0032, -0.0037, -0.0084
Si, -0.0125, 0.008, -0.0049
Si, 0.0098, 0.0009, 0.0056
Si, 0.0075, -0.0097, -0.0055
Si, -0.0167, 0.0175, -0.0085
Si, -0.0107, 0.0021, 0.009
Si, 0.0082, 0.0058, 0.0097
Si, 0.0027, -0.0053, 0.0056
Si, 0.0092, 0.0066, 0.0002
Si, 0.0055, 0.0166, -0.0001
Si, 0.0124, 0.0113, -0.0013
Si, -0.0107, -0.0117, 0.0006
Si, -0.0071, -0.0145, -0.0045
Si, 0.0051, 0.0057, 0.0005
Si, 0.0054, 0.0026, 0.0048
Si, -0.002, -0.0033, -0.0005
Si, -0.0124, -0.0077, 0.0019
Si, 0.0016, -0.0039, 0.0001
Si, -0.0027, -0.0084, 0.0009
Si, 0.0088, 0.0112, 0.0054
Si, -0.0088, -0.0129, 0.0001
Si, -0.0078, 0.0033, -0.002
Si, 0.0104, 0.0005, 0
Si, 0.0166, 0.0081, -0.0045
Si, 0.0146, 0.0143, 0.0013
Si, -0.005, -0.0167, -0.0014
Si, -0.0133, -0.0057, 0.0009
Si, -0.0025, -0.0059, 0.0026
Si, 0.0013, 0.0074, -0.0018
Si, -0.0087, 0.0097, 0.004
Si, -0.0053, -0.0075, 0.0072
Si, -0.0061, -0.0052, 0
Si, -0.001, 0.0123, -0.0017
Si, -0.0047, -0.0042, -0.001
Si, 0.0044, 0.0046, -0.0022
Si, -0.0056, -0.0033, 0.0005
Si, 0.0029, 0.0004, 0.0061
Si, 0.0048, -0.0106, -0.0016
Si, -0.0156, -0.0131, -0.0007
Si, -0.0037, 0.007, -0.0062
Si, 0.0021, -0.0089, -0.0071
Si, 0.0045, -0.0101, -0.0021
Si, 0.0028, 0.0097, 0.0025
Si, -0.004, 0.0135, 0.0038
Si, 0.0088, -0.0016, -0.0014
Si, 0.0027, 0.0048, 0.006
Si, -0.011, 0.0029, 0.0092
Si, -0.0081, 0.0007, -0.0018
Si, 0.0034, -0.0062, -0.0047
Si, 0.0005, -0.0059, 0.0022
Si, -0.0031, 0.0013, 0.0015
Si, -0.0031, 0.0071, -0.0044
Si, -0.0084, 0.0035, -0.0026
Si, 0.0051, -0.002, -0.0033
Si, 0.0131, -0.0067, -0.0054
Si, 0.0018, -0.0014, 0.0056
Si, 0.0072, 0.0055, -0.0019
Si, -0.0016, -0.0024, -0.0024
Si, -0.0037, -0.0016, -0.0034
Si, 0.0013, 0.005, 0.0065
Si, -0.0014, -0.0053, 0.0101
Si, -0.0115, 0.0058, -0.0018
Si, 0.0003, 0.0067, -0.0037
Si, 0.0001, -0.0027, 0.0019
Si, 0.0071, -0.0102, 0.0039
Si, -0.0022, -0.0024, -0.0021
Si, -0.0047, -0.0043, -0.002
Si, 0.0012, -0.0004, -0.004
Si, 0.0038, 0.0003, 0.007
Si, -0.003, -0.0036, -0.0028
Si, -0.0015, -0.0045, -0.0029
Si, 0.005, 0.0004, -0.001
Si, -0.007, 0.0125, -0.0035
Si, 0.0062, 0.0111, 0.0074
Si, 0.0034, -0.0092, -0.0026
Si, 0.0033, 0.0013, -0.0004
Si, -0.0039, 0.0249, 0
Si, -0.0075, 0.0067, 0.0026
Si, -0.0026, -0.0055, 0.0028
Si, 0.0092, -0.0131, -0.0018
Si, 0.0042, 0.001, -0.0027
Si, -0.0012, -0.0014, -0.0022
Si, 0.0089, 0.0015, -0.0016
Si, -0.0048, -0.0035, 0.0052
Si, -0.0014, 0.0077, 0.0004
Si, -0.0058, 0.0072, 0.002
Si, 0.0009, 0.0066, -0.001
Si, 0.002, 0.0061, 0.0031
Si, 0.0017, -0.0031, 0.004
Si, -0.0052, -0.0001, 0.0012
Si, -0.0029, 0.0027, 0.0025
Si, 0.004, -0.0048, -0.0001
Si, 0.0028, -0.0039, -0.001
Si, 0.0042, 0.0032, 0.001
Si, 0.0049, 0.0076, 0.003
Si, 0.0026, -0.0022, 0
Si, 0.0032, 0.0037, 0.0032
Si, -0.0044, -0.0072, -0.0006
Si, -0.0017, -0.0009, 0.0004
Si, 0.0013, -0.0005, 0.0004
Si, -0.0038, 0.0065, -0.0041
Si, 0, 0.0029, 0.002
Si, -0.0018, -0.0075, -0.001
Si, -0.0044, 0.0019, 0.0003
Si, -0.0066, 0.0051, -0.0025
Si, -0.0014, 0.0072, -0.0024
Si, 0.0081, -0.0006, 0.0028
Si, 0.0058, -0.0061, -0.0008
Si, 0.0019, -0.005, 0.0017
Si, -0.008, -0.0022, -0.0034
Si, 0.003, 0.0028, -0.0033
Si, -0.0017, -0.0085, -0.0052
Si, -0.0057, -0.0065, 0.0008
Si, -0.0007, -0.0015, -0.0018
Si, 0.0014, -0.0011, -0.002
Si, -0.0038, 0.0026, -0.0005
Si, 0.0032, -0.0018, -0.0007
Si, -0.0005, 0.0075, 0.0026
Si, -0.0018, 0.0136, -0.0013
Si, -0.009, -0.0008, 0.0003
Si, -0.0018, -0.0042, -0.0018
Si, 0.0059, -0.0132, -0.0081
Si, 0.01, 0.0058, -0.0007
Si, -0.0074, -0.0058, 0.0008
Si, -0.011, -0.0038, 0.0004
Si, 0.0014, -0.0025, -0.0022
Si, -0.0029, -0.0067, -0.0037
Si, 0.0031, 0.0067, -0.0049
Si, -0.0053, 0.0053, -0.0005
Si, -0.0071, 0.0026, -0.0028
Si, 0.0067, 0.0049, -0.0016
Si, 0.0038, 0.0049, 0.0015
Si, 0.0033, -0.0004, 0.0015
Si, 0.0057, 0.0003, 0.0038
Si, -0.0083, 0.0037, -0.0014
Si, 0.0034, -0.0012, -0.0012
Si, 0.0088, -0.0035, 0.0013
Si, -0.0042, -0.0097, 0.0009
Si, -0.0053, -0.0039, 0.0016
Si, -0.003, 0.0017, -0.0007
Si, 0.0018, -0.0026, 0.0007
Si, 0.0013, -0.0029, -0.0024
Si, -0.0044, 0.0002, 0.0028
Si, -0.0032, 0.0057, 0
Si, 0.0022, 0.0057, 0.0033
Si, 0.0055, 0.0093, 0.004
Si, 0.0007, -0.0039, 0.0018
Si, 0.0023, 0.0016, 0.0006
Si, -0.0009, -0.0039, -0.0039
Si, 0.001, 0.0034, -0.003
Si, 0.0069, 0.0059, 0.0017
Si, 0.0029, -0.0003, 0.0015
Si, 0.0092, -0.0022, 0.004
Si, -0.0029, -0.005, 0.0041
Si, 0.0018, -0.0127, 0.0014
Si, -0.0007, 0.0047, 0.0047
Si, -0.0036, 0.003, 0.0053
Si, -0.0067, 0.0154, 0.0032
Si, -0.0065, -0.0121, 0.0009
Si, 0.0112, 0.0025, 0.0023
Si, 0.0055, 0.0138, 0.0004
Si, -0.0073, -0.0036, 0.0039
Si, 0.0029, -0.002, 0.006
Si, -0.0062, 0.0026, 0.0012
Si, 0.0018, -0.005, -0.0003
Si, 0.0086, 0.0038, -0.0035
Si, 0.0061, -0.0002, -0.0034
Si, -0.0032, 0.0014, 0.0003
Si, -0.0012, -0.0007, 0.0032
Si, -0.0008, -0.0015, -0.0057
Si, 0.0001, 0.0037, 0.0028
Si, -0.0061, 0.0014, -0.0045
Si, -0.0092, -0.0029, -0.0039
Si, 0.0057, 0.0094, -0.001
Si, 0.0063, 0.0078, -0.0028
Si, -0.0048, -0.0056, 0.002
Si, -0.0057, 0.0015, -0.0017
Si, -0.0033, 0.0107, -0.0004
Si, 0.0034, -0.0085, 0.0025
Si, 0.0046, -0.0053, 0.0027
Si, 0.0054, -0.0069, 0.0049
Si, -0.0013, -0.0037, -0.0013
Si, 0.0068, 0.0034, -0.002
Si, -0.0057, -0.0005, 0.0046
Si, -0.0085, 0.0139, 0.0002
Si, -0.0055, -0.0043, -0.0043
Si, 0.0042, -0.0125, -0.0018
Si, 0.0055, 0.0062, 0.0003
Si, -0.0052, -0.0065, -0.0037
Si, 0.008, -0.0079, 0.0018
Si, -0.004, 0.0102, 0.0003
Si, -0.0062, -0.0004, 0.0029
Si, 0.0041, 0.0037, -0.0012
Si, 0.006, 0.0092, -0.0105
Si, -0.0073, -0.001, -0.0059
Si, -0.0023, 0.0061, -0.0043
Si, 0.0085, -0.0058, -0.0021
Si, 0.0149, 0.0077, 0.0063
Si, -0.0087, 0.0001, -0.0062
Si, 0.0001, -0.0001, -0.0057
Si, -0.0023, 0.0036, 0.0049
Si, -0.0013, 0.0027, -0.0008
Si, -0.0043, -0.0058, -0.0008
Si, 0.0028, -0.004, 0.0073
Si, 0.0113, 0.0074, -0.003
Si, -0.0077, -0.0105, 0.0021
Si, 0.0042, 0.0047, 0.0038
Si, -0.0072, 0.002, -0.0097
Si, -0.0038, -0.0069, 0.0007
Si, -0.0116, -0.0067, 0
Si, -0.0029, -0.007, 0.0008
Si, 0.0109, 0.0063, 0.0029
Si, -0.0008, -0.0055, 0.0054
Si, 0.0042, -0.0101, 0.0066
Si, 0.003, 0.0133, 0.0031
Si, 0.0077, 0.0025, -0.0064
Si, 0.0103, 0.009, 0.0052
Si, -0.0056, 0.0056, 0.0025
Si, 0.0029, -0.0021, 0.0021
Si, 0.0033, 0.008, 0.0102
Si, 0.0001, -0.0058, -0.0033
Si, -0.0009, -0.0002, 0.0008
Si, 0.003, -0.0012, -0.0055
Si, -0.0146, -0.0147, 0.0005
O, 0.217, 0.2573, 0.3621
O, 0.049, 0.1087, -0.7148
O, 0.1169, -0.0237, -0.1979
O, 0.2238, -0.2586, -0.2685
O, 0.5169, 0.1308, 0.3413
O, 0.3408, 0.1435, -0.3292
O, -0.4509, -0.2473, -0.0585
O, -0.5964, 0.2626, -0.4296
O, -0.3015, 0.3204, -0.2907
O, 0.3951, 0.0344, -0.7273
O, -0.5342, -0.0524, 0.0478
O, 0.1239, -0.3758, -0.267
O, 0.207, -0.1287, -0.1905
O, 0.0303, -0.1488, -0.1631
O, 0.2807, -0.274, -0.0684
O, -0.2537, 0.5814, 0.2255
O, -0.1963, 0.4253, -0.1556
O, -0.405, 0.0883, -0.0419
O, -0.3518, 0.3079, -0.5312
O, -0.3628, 0.2407, -0.3232
O, 0.2999, -0.0583, -0.3972
O, -0.2664, -0.1053, -0.1265
O, 0.0686, -0.1913, -0.356
O, -0.2565, -0.2089, 0.0805
O, -0.1123, 0.2131, 0.3132
O, -0.3831, -0.1107, 0.267
O, -0.2115, 0.2689, -0.269
O, -0.082, 0.0589, 0.6982
O, 0.2897, -0.3935, -0.3195
O, 0.0002, 0.1942, -0.0365
O, 0.1277, 0.0167, 0.2994
O, -0.0807, -0.2616, 0.2926
O, -0.0764, 0.1215, 0.1918
O, -0.02, -0.112, 0.1762
O, -0.093, 0.1078, 0.2448
O, -0.152, 0.2993, -0.4007
O, -0.2623, 0.4078, 0.0097
O, 0.0091, -0.0152, 0.4468
O, -0.0601, 0.1078, 0.027
O, 0.2424, 0.223, 0.2031
O, -0.0842, -0.488, 0.1245
O, -0.0052, 0.5525, 0.2094
O, 0.0046, -0.3858, 0.2856
O, -0.1275, -0.6096, 0.0124
O, -0.0938, -0.4831, -0.4176
O, -0.032, 0.6454, 0.098
O, -0.0719, -0.3804, 0.3377
O, 0.3519, 0.4486, -0.3774
O, -0.0658, 0.0248, 0.3042
O, 0.1992, -0.5814, 0.3985
O, -0.1575, 0.5621, 0.3292
O, 0.1529, 0.2307, -0.1353
O, -0.1574, -0.0877, -0.2744
O, 0.2783, 0.3401, -0.1694
O, 0.6162, 0.4176, 0.0309
O, -0.4105, -0.547, 0.0462
O, -0.3038, 0.1011, 0.4244
O, -0.3473, -0.257, -0.5694
O, -0.3553, 0.114, -0.1053
O, -0.079, 0.0435, -0.101
O, 0.4312, 0.2953, -0.3769
O, 0.3239, 0.1499, 0.5369
O, 0.1344, -0.5266, -0.2214
O, -0.1667, -0.09, 0.1369
O, 0.1512, 0.1267, 0.2233
O, 0.4468, -0.3673, -0.2399
O, 0.0475, -0.0495, -0.0146
O, 0.1456, -0.4051, -0.7105
O, 0.1355, -0.3008, -0.0505
O, -0.0977, 0.1564, -0.5031
O, 0.272, 0.1702, 0.1827
O, 0.0467, 0.0503, 0.3692
O, -0.108, 0.1582, 0.3603
O, 0.6554, -0.1579, -0.1847
O, 0.0168, -0.2326, -0.3053
O, -0.1975, -0.1101, 0.3232
O, 0.1811, -0.0702, -0.426
O, 0.0212, 0.3594, 0.1265
O, -0.0538, -0.0329, 0.2933
O, -0.5213, 0.2863, 0.1965
O, -0.1276, -0.0424, -0.103
O, 0.2925, -0.0104, 0.0091
O, -0.2981, -0.1277, -0.285
O, 0.4117, 0.1287, 0.5603
O, -0.6176, 0.0088, -0.0404
O, -0.693, -0.1376, -0.3743
O, -0.0333, -0.379, 0.1136
O, -0.2595, 0.0248, 0.6693
O, -0.3057, -0.0054, -0.0153
O, -0.326, -0.375, -0.2049
O, 0.1197, 0.3227, -0.1549
O, 0.4651, 0.1128, 0.0879
O, 0.1469, -0.3147, -0.2013
O, -0.3249, -0.3206, 0.337
O, 0.0392, -0.1913, -0.2657
O, 0.2183, -0.4629, -0.3807
O, -0.045, -0.0476, 0.3274
O, -0.0309, 0.1311, 0.4314
O, -0.1479, -0.2488, -0.1935
O, 0.1741, -0.0709, 0.5255
O, -0.366, -0.1888, -0.0604
O, -0.0797, -0.2381, 0.0545
O, -0.3255, -0.1402, 0.4473
O, 0.0545, -0.0433, 0.0838
O, 0.3992, -0.2412, 0.2388
O, 0.3659, 0.0509, -0.3471
O, 0.071, -0.0326, 0.6188
O, -0.3746, 0.5006, -0.3745
O, 0.4079, -0.1292, 0.0436
O, 0.5235, 0.3727, -0.0659
O, -0.0822, -0.0308, 0.3211
O, -0.5438, -0.1198, -0.1027
O, 0.1462, 0.2713, -0.3699
O, -0.1439, 0.3363, 0.0884
O, -0.1331, -0.1815, -0.2085
O, -0.2427, -0.5125, 0.4587
O, 0.2271, 0.0697, -0.1135
O, 0.297, -0.3067, -0.0418
O, -0.0652, -0.2996, 0.0755
O, 0.2522, -0.1821, -0.3082
O, 0.2599, -0.1658, 0.1059
O, -0.1765, -0.5681, 0.1114
O, 0.5205, -0.3491, 0.1929
O, 0.1681, -0.1859, 0.4252
O, 0.0564, 0.3226, 0.2871
O, -0.5728, -0.0238, -0.2355
O, -0.2088, -0.1557, -0.1997
O, 0.4221, -0.0313, -0.0332
O, -0.026, 0.6413, 0.0165
O, -0.3907, -0.2067, 0.2052
O, 0.0683, -0.2267, 0.2178
O, -0.0431, 0.1561, -0.2419
O, -0.4224, 0.2207, 0.4319
O, -0.5482, 0.3077, -0.2017
O, -0.2258, 0.288, 0.3341
O, 0.4529, 0.1394, -0.2706
O, 0.4402, -0.1556, 0.2889
O, 0.0922, 0.1955, 0.215
O, -0.284, 0.1334, 0.1753
O, 0.4754, -0.4302, 0.6031
O, -0.5706, -0.3081, 0.0351
O, 0.5879, 0.4268, -0.3928
O, -0.0152, 0.0895, 0.1553
O, 0.2707, -0.1667, 0.6196
O, -0.0384, -0.4083, -0.1839
O, -0.0392, 0.0697, 0.2462
O, -0.3373, -0.6142, 0.0609
O, 0.3176, 0.0666, -0.1939
O, -0.2055, -0.0756, -0.2425
O, -0.0391, 0.2621, -0.2357
O, 0.1109, -0.0358, -0.3116
O, -0.1153, -0.0774, -0.323
O, -0.126, 0.8367, -0.0574
O, 0.1288, -0.0912, -0.4764
O, 0.6687, -0.0102, 0.0664
O, 0.6915, -0.3002, -0.4145
O, 0.1768, 0.305, 0.3443
O, 0.4359, 0.2675, -0.0544
O, 0.1685, -0.381, 0.0386
O, 0.4749, -0.0519, 0.3099
O, 0.0269, -0.2881, 0.4804
O, 0.3136, -0.1948, 0.0671
O, -0.075, -0.5575, 0.1814
O, 0.0856, 0.3559, 0.0724
O, 0.3882, -0.373, 0.4222
O, -0.0025, -0.053, 0.0626
O, 0.6003, -0.3383, 0.0727
O, -0.0384, -0.4128, -0.1177
O, -0.2819, -0.3048, -0.4572
O, -0.2871, -0.3255, 0.2337
O, 0.3769, 0.4893, -0.0254
O, 0.2062, -0.5018, 0.6156
O, -0.176, -0.1369, 0.1316
O, -0.0647, -0.0822, -0.4125
O, -0.0865, 0.3812, 0.349
O, 0.6773, 0.1288, 0.3151
O, 0.1652, 0.1616, 0.2088
O, 0.178, -0.249, -0.1544
O, 0.4208, 0.3047, -0.062
O, -0.6325, -0.0709, 0.2776
O, 0.116, -0.0542, -0.5407
O, 0.3103, 0.2245, 0.2005
O, -0.1994, -0.0722, 0.2777
O, -0.1681, -0.1558, -0.2995
O, 0.1952, -0.2515, 0.0231
O, 0.1185, -0.371, -0.3833
O, 0.0646, 0.1346, -0.1763
O, -0.0419, 0.0688, 0.2372
O, -0.1238, 0.087, -0.1661
O, 0.1225, -0.3957, 0.4628
O, -0.1986, 0.0946, 0.2073
O, 0.4623, -0.3359, 0.3977
O, 0.4875, 0.1279, 0.2299
O, 0.6474, -0.324, -0.1446
O, -0.2989, -0.0619, -0.1943
O, -0.2551, -0.4101, -0.0364
O, -0.0788, -0.5414, 0.096
O, -0.0836, -0.2609, -0.4739
O, -0.1753, -0.0498, -0.7457
O, 0.108, 0.1885, -0.1001
O, 0.0697, -0.139, -0.1138
O, -0.3604, -0.176, 0.1814
O, 0.3343, -0.2196, 0.4665
O, -0.0079, -0.1691, -0.3234
O, -0.2175, -0.1336, 0.0579
O, 0.4589, -0.3172, -0.197
O, -0.2831, -0.1571, 0.222
O, 0.1249, 0.3933, -0.4024
O, -0.4512, 0.3592, -0.2459
O, -0.2388, 0.4934, -0.0701
O, 0.2625, 0.0304, 0.2992
O, 0.1816, 0.0207, 0.2658
O, -0.5857, -0.1803, 0.1696
O, -0.0997, -0.628, 0.5163
O, -0.4683, -0.193, 0.1269
O, 0.6112, -0.179, -0.0316
O, -0.1185, 0.2938, 0.0559
O, -0.2229, 0.4752, -0.1048
O, -0.1538, 0.1733, -0.5937
O, 0.0579, 0.1926, 0.5562
O, 0.3964, -0.3045, -0.1721
O, 0.7228, 0.0007, -0.0985
O, -0.0087, -0.393, -0.425
O, -0.1064, 0.1304, 0.0119
O, -0.5115, -0.0307, -0.4331
O, -0.138, 0.6077, -0.4228
O, -0.2223, 0.4841, 0.1276
O, -0.2681, -0.1596, 0.4397
O, -0.1405, -0.1309, -0.139
O, 0.3614, 0.5677, -0.4005
O, 0.5312, 0.0451, -0.0223
O, -0.3857, 0.0374, 0.3585
O, 0.131, 0.537, 0.521
O, -0.2862, 0.1059, -0.118
O, -0.1054, -0.0136, -0.679
O, -0.0086, 0.2656, 0.3882
O, 0.4955, 0.1217, 0.1294
O, 0.2775, 0.4981, 0.0032
O, 0.4262, -0.0438, 0.1991
O, -0.2434, 0.2061, 0.104
O, 0.0619, -0.3977, 0.4229
O, -0.1307, -0.4285, 0.1015
O, -0.5637, 0.2183, -0.3923
O, 0.2465, 0.2957, 0.18
O, 0.1888, -0.1327, -0.6023
O, 0.2459, 0.3354, 0.2461
O, 0.2844, -0.5577, 0.0695
O, -0.3468, 0.1909, 0.7387
O, -0.1084, -0.4206, -0.1954
O, 0.2086, 0.1255, -0.3534
O, -0.1567, -0.1846, -0.226
O, -0.0575, 0.5144, 0.425
O, 0.3389, -0.1301, -0.0298
O, 0.527, -0.2894, 0.3986
O, 0.079, 0.1467, -0.0468
O, -0.3909, -0.2404, 0.125
O, 0.1123, -0.3491, -0.1519
O, 0.3726, 0.163, 0.2638
O, 0.0938, 0.3474, -0.1661
O, 0.1092, 0.2546, 0.2104
O, -0.55, 0.3859, 0.2178
O, -0.384, 0.3187, -0.7098
O, -0.1236, 0.2576, -0.2208
O, -0.2449, 0.2435, 0.2734
O, -0.462, 0.0098, 0.4428
O, 0.0175, 0.3817, -0.0337
O, -0.466, 0.026, -0.1924
O, 0.1515, -0.5314, 0.1847
O, 0.5148, 0.1479, -0.2271
O, 0.0825, -0.3745, 0.5637
O, -0.3642, -0.0872, -0.3284
O, -0.1696, -0.3653, 0.1387
O, 0.0577, 0.4765, 0.5311
O, 0.1691, 0.0295, -0.2603
O, -0.0866, 0.1276, 0.4233
O, -0.1936, 0.1563, -0.5945
O, -0.37, -0.0131, 0.2847
O, 0.2446, 0.002, 0.4134
O, -0.0215, -0.3768, 0.4527
O, -0.0282, -0.3213, 0.1615
